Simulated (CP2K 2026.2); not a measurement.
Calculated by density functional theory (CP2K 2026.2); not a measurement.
Periodic cell of 2364 atoms, Si1700O664, from a study of silicon, its oxide and their interface. The atomic structure is a simulated model.
Doubt: the forces sum to 5.97 eV/angstrom along one axis rather than to zero, so they err by at least 0.0025 eV/angstrom per atom on average; the grid cutoff is modest.

Settings
functional: PBE
method: Gaussian and plane waves
basis set: DZVP-MOLOPT-SR-GTH
pseudopotentials: GTH-PBE
grid cutoff: 350 Ry, relative cutoff 50 Ry
k points: Gamma only
occupations: fixed
spin: none
net charge: 0

Cell vectors (angstrom)
a	16.4025	0	0
b	0	65.61	0
c	0	0	40.0729

Atoms: element, x, y, z (angstrom)
Si	15.77	0.5	0.083
Si	1.91	3.176	39.77
Si	16.39	5.479	0.382
Si	3.342	7.737	39.934
Si	0.108	10.739	0.076
Si	3.198	13.28	39.832
Si	16.398	15.997	40.033
Si	2.98	19.098	39.936
Si	15.843	22.258	39.973
Si	3.218	24.069	40.017
Si	16.116	27.474	39.484
Si	2.414	30.26	0.111
Si	0.303	32.582	0.19
Si	3.365	35.118	0.351
Si	16.398	38.453	40.07
Si	2.738	40.992	0.376
Si	0.488	43.028	39.745
Si	2.344	46.456	39.652
Si	15.893	49.852	39.831
Si	2.823	51.566	39.993
Si	16.078	54.79	40.035
Si	2.958	56.984	0.338
Si	0.507	60.445	39.776
Si	3.124	62.955	0.245
Si	5.859	0.046	39.917
Si	7.688	3.249	39.978
Si	5.43	5.421	0.207
Si	8.156	7.975	40.045
Si	5.609	11.092	39.886
Si	8.522	13.771	0.16
Si	5.186	16.899	40.059
Si	7.874	19.81	0.141
Si	5.577	21.905	0.431
Si	8.065	24.732	0.449
Si	5.844	26.865	0.131
Si	8.463	29.92	0.687
Si	5.375	32.769	39.852
Si	7.907	35.499	39.525
Si	4.908	38.755	40.06
Si	7.963	41.096	40.01
Si	5.785	43.337	0.04
Si	8.474	46.147	0.195
Si	5.153	49.437	39.933
Si	8.398	51.69	40.043
Si	5.197	54.643	0.267
Si	8.026	57.455	39.812
Si	4.852	60.31	40.006
Si	8.265	62.368	39.55
Si	11	65.394	0.181
Si	13.663	2.7	0.434
Si	11.612	4.991	39.994
Si	14.354	7.759	39.882
Si	10.481	11.36	39.942
Si	13.443	14.141	39.925
Si	11.266	16.394	0.074
Si	13.157	19.198	0.145
Si	10.278	22.61	0.041
Si	13.728	24.599	0.046
Si	10.431	27.714	40.072
Si	13.559	30.372	0.021
Si	11.266	32.566	0.183
Si	13.645	35.558	0.463
Si	11.357	37.796	0.026
Si	14.092	40.537	39.96
Si	10.8	43.926	39.934
Si	13.744	46.375	39.937
Si	10.726	49.512	40.016
Si	13.639	51.888	0.59
Si	11.718	54.192	39.853
Si	14.219	57.322	39.894
Si	10.387	59.972	39.535
Si	13.36	63.456	39.708
Si	1.203	1.497	1.251
Si	3.864	4.007	1.207
Si	1.558	6.881	1.377
Si	4.375	9.466	1.192
Si	1.575	12.211	1.238
Si	4.08	15.113	1.153
Si	1.352	17.732	1.093
Si	4.07	20.478	1.48
Si	1.344	23.16	1.17
Si	4.092	25.844	1.323
Si	1.129	28.67	1.276
Si	4.196	31.295	1.282
Si	1.528	34.127	1.486
Si	4.31	36.944	1.512
Si	1.379	39.562	1.566
Si	4.205	42.356	1.521
Si	1.367	44.893	1.079
Si	3.914	47.751	1.025
Si	1.235	50.511	1.283
Si	3.972	53.08	1.441
Si	1.256	55.869	1.422
Si	3.975	58.778	1.507
Si	1.39	61.804	1.364
Si	4.458	64.362	1.457
Si	6.688	1.63	1.362
Si	9.621	4.136	1.114
Si	6.855	6.763	1.492
Si	9.454	9.64	1.188
Si	6.926	12.409	1.294
Si	9.724	15.227	1.488
Si	6.817	18.009	1.322
Si	9.484	20.828	1.502
Si	6.82	23.292	1.78
Si	9.537	26.138	1.555
Si	6.853	28.525	1.579
Si	9.769	31.497	1.693
Si	6.871	34.099	1.13
Si	9.453	36.775	1.03
Si	6.738	39.629	1.307
Si	9.649	42.255	1.184
Si	6.832	44.997	1.372
Si	9.668	47.818	1.323
Si	6.808	50.48	1.28
Si	9.701	53.339	1.088
Si	6.864	55.983	1.238
Si	9.367	58.757	1.21
Si	6.78	61.333	1.077
Si	9.371	64.005	1.122
Si	12.183	1.296	1.556
Si	15.038	4.105	1.686
Si	12.513	6.793	1.185
Si	15.088	9.446	1.369
Si	12.292	12.364	1.09
Si	14.906	15.073	1.495
Si	12.325	17.732	1.693
Si	14.79	20.6	1.239
Si	12.125	23.445	1.35
Si	15.17	25.998	1.255
Si	12.338	28.677	1.217
Si	15.075	31.443	1.485
Si	12.318	34.096	1.634
Si	15.245	36.897	1.449
Si	12.419	39.515	1.259
Si	15.215	42.161	1.187
Si	12.505	44.888	1.228
Si	14.972	47.952	1.15
Si	12.188	50.444	1.576
Si	15.054	53.39	1.576
Si	12.478	56.084	1.092
Si	15.344	58.926	1.124
Si	12.249	61.427	0.732
Si	14.786	64.383	1.346
Si	0.01	2.7	2.883
Si	2.759	0.086	2.575
Si	0.126	8.216	2.726
Si	2.765	5.423	2.742
Si	0.037	13.599	2.603
Si	2.91	10.845	2.617
Si	16.314	19.142	2.504
Si	2.669	16.406	2.591
Si	0.097	24.628	2.636
Si	2.611	21.838	2.7
Si	16.39	30.022	2.797
Si	2.661	27.313	2.591
Si	0.167	35.532	2.822
Si	2.877	32.701	2.784
Si	0.017	40.955	2.811
Si	2.787	38.172	2.829
Si	16.371	46.39	2.469
Si	2.751	43.758	2.684
Si	0.042	51.933	2.761
Si	2.642	49.066	2.577
Si	0.041	57.469	2.681
Si	2.658	54.531	2.755
Si	16.3	63.046	2.636
Si	2.654	60.251	2.75
Si	5.263	2.798	2.741
Si	8.132	65.604	2.539
Si	5.56	8.203	2.759
Si	8.325	5.429	2.673
Si	5.497	13.779	2.59
Si	8.206	10.977	2.678
Si	5.452	19.181	2.831
Si	8.208	16.575	2.681
Si	5.352	24.645	2.92
Si	8.209	21.985	3.056
Si	5.462	29.973	2.759
Si	8.208	27.334	3.014
Si	5.661	35.486	2.722
Si	8.222	32.865	2.737
Si	5.516	40.952	2.828
Si	8.206	38.2	2.548
Si	5.367	46.44	2.537
Si	8.277	43.628	2.663
Si	5.478	51.815	2.708
Si	8.183	49.116	2.659
Si	5.51	57.368	2.675
Si	8.311	54.66	2.556
Si	5.62	62.795	2.671
Si	8.113	60.101	2.627
Si	10.788	2.743	2.694
Si	13.549	65.585	2.869
Si	10.982	8.232	2.478
Si	13.66	5.541	2.837
Si	11.043	13.702	2.698
Si	13.633	10.92	2.533
Si	10.861	19.253	2.772
Si	13.692	16.399	2.967
Si	10.941	24.776	2.838
Si	13.521	21.966	2.687
Si	11.107	30.008	2.87
Si	13.744	27.349	2.637
Si	10.813	35.522	2.688
Si	13.758	32.787	2.897
Si	11.013	40.915	2.579
Si	13.755	38.239	2.756
Si	11.09	46.37	2.605
Si	13.807	43.54	2.598
Si	10.851	51.972	2.712
Si	13.657	49.093	2.763
Si	10.937	57.396	2.442
Si	13.656	54.797	2.757
Si	10.89	62.701	2.45
Si	13.71	60.209	2.33
Si	1.383	4.119	4.162
Si	4.025	1.363	4.099
Si	1.477	9.592	4.061
Si	4.149	6.82	4.075
Si	1.352	15.013	3.995
Si	4.177	12.332	3.984
Si	1.247	20.451	4.009
Si	4.04	17.737	4.057
Si	1.393	25.978	4.076
Si	3.973	23.199	4.152
Si	1.413	31.392	4.14
Si	4.018	28.658	4.07
Si	1.456	36.861	4.229
Si	4.221	34.149	4.114
Si	1.416	42.365	4.091
Si	4.124	39.596	4.159
Si	1.309	47.711	3.975
Si	4.106	45.123	4.039
Si	1.36	53.235	4.197
Si	4.058	50.44	4.013
Si	1.376	58.792	4.096
Si	4.096	55.982	4.026
Si	1.37	64.327	3.973
Si	4.142	61.526	4.055
Si	6.824	4.103	4.005
Si	9.482	1.298	4.01
Si	6.882	9.612	4.091
Si	9.658	6.872	3.981
Si	6.849	15.125	3.997
Si	9.603	12.336	4.024
Si	6.791	20.539	4.245
Si	9.523	17.877	4.135
Si	6.779	25.971	4.276
Si	9.617	23.397	4.265
Si	6.848	31.428	4.078
Si	9.641	28.737	4.24
Si	6.952	36.899	4.094
Si	9.547	34.193	4.164
Si	6.916	42.33	4.121
Si	9.601	39.575	3.954
Si	6.787	47.739	3.972
Si	9.649	45.051	3.997
Si	6.886	53.276	3.967
Si	9.513	50.535	4.052
Si	6.825	58.743	4.065
Si	9.634	56.038	3.946
Si	6.889	64.234	4.025
Si	9.551	61.438	3.956
Si	12.229	4.097	4.063
Si	14.99	1.328	4.168
Si	12.281	9.581	3.944
Si	15.112	6.879	4.114
Si	12.307	15.008	4.197
Si	15.039	12.246	3.961
Si	12.251	20.59	4.138
Si	15.097	17.855	4.095
Si	12.393	26.073	4.134
Si	15.02	23.297	4.003
Si	12.398	31.419	4.245
Si	15.004	28.696	4.142
Si	12.289	36.868	4.059
Si	15.137	34.198	4.164
Si	12.361	42.276	3.991
Si	15.057	39.608	4.181
Si	12.326	47.716	4.101
Si	15.064	45.035	3.952
Si	12.289	53.324	4.055
Si	15.027	50.537	4.06
Si	12.344	58.803	3.797
Si	15.055	56.134	4.085
Si	12.154	64.1	4.005
Si	14.97	61.534	3.904
Si	16.398	0.009	16.347
Si	2.72	2.728	16.33
Si	16.366	5.443	16.326
Si	2.687	8.165	16.313
Si	16.339	10.904	16.288
Si	2.685	13.648	16.286
Si	16.372	16.4	16.302
Si	2.732	19.144	16.329
Si	0.001	21.891	16.349
Si	2.742	24.624	16.386
Si	0.021	27.356	16.395
Si	2.744	30.092	16.412
Si	0.013	32.824	16.432
Si	2.744	35.574	16.44
Si	0.032	38.307	16.453
Si	2.763	41.037	16.466
Si	0.031	43.746	16.453
Si	2.769	46.457	16.434
Si	0.015	49.177	16.406
Si	2.756	51.898	16.381
Si	0.009	54.645	16.348
Si	2.737	57.388	16.337
Si	0.014	60.155	16.324
Si	2.736	62.897	16.34
Si	5.475	0.009	16.342
Si	8.192	2.728	16.343
Si	5.434	5.44	16.317
Si	8.143	8.161	16.295
Si	5.412	10.897	16.29
Si	8.146	13.642	16.295
Si	5.438	16.396	16.292
Si	8.179	19.141	16.317
Si	5.476	21.885	16.361
Si	8.211	24.617	16.375
Si	5.472	27.353	16.392
Si	8.211	30.081	16.42
Si	5.478	32.833	16.434
Si	8.216	35.576	16.455
Si	5.475	38.315	16.463
Si	8.201	41.035	16.465
Si	5.479	43.744	16.462
Si	8.21	46.458	16.456
Si	5.494	49.161	16.416
Si	8.21	51.879	16.381
Si	5.487	54.63	16.362
Si	8.226	57.391	16.354
Si	5.479	60.145	16.337
Si	8.226	62.901	16.344
Si	10.954	0.023	16.344
Si	13.664	2.732	16.35
Si	10.901	5.437	16.323
Si	13.607	8.166	16.305
Si	10.864	10.904	16.283
Si	13.607	13.648	16.289
Si	10.885	16.4	16.3
Si	13.645	19.15	16.317
Si	10.936	21.89	16.324
Si	13.677	24.622	16.359
Si	10.951	27.35	16.4
Si	13.694	30.086	16.419
Si	10.964	32.828	16.435
Si	13.702	35.561	16.438
Si	10.948	38.298	16.457
Si	13.685	41.028	16.462
Si	10.939	43.755	16.469
Si	13.679	46.464	16.437
Si	10.928	49.17	16.417
Si	13.668	51.904	16.379
Si	10.952	54.634	16.354
Si	13.685	57.398	16.335
Si	10.962	60.157	16.339
Si	13.686	62.901	16.339
Si	1.357	1.382	17.714
Si	4.084	4.085	17.707
Si	1.323	6.805	17.692
Si	4.054	9.533	17.667
Si	1.301	12.278	17.631
Si	4.057	15.024	17.628
Si	1.343	17.772	17.656
Si	4.107	20.504	17.703
Si	1.367	23.25	17.73
Si	4.096	26.003	17.757
Si	1.381	28.719	17.773
Si	4.102	31.456	17.783
Si	1.37	34.201	17.795
Si	4.093	36.949	17.818
Si	1.393	39.677	17.835
Si	4.122	42.394	17.864
Si	1.422	45.094	17.825
Si	4.15	47.797	17.817
Si	1.397	50.533	17.767
Si	4.144	53.246	17.747
Si	1.376	56.015	17.708
Si	4.094	58.782	17.686
Si	1.351	61.546	17.701
Si	4.099	64.272	17.712
Si	6.837	1.371	17.726
Si	9.552	4.088	17.723
Si	6.785	6.808	17.684
Si	9.491	9.539	17.644
Si	6.765	12.268	17.646
Si	9.5	15.028	17.646
Si	6.795	17.768	17.658
Si	9.558	20.521	17.659
Si	6.839	23.256	17.735
Si	9.585	25.969	17.751
Si	6.839	28.699	17.77
Si	9.585	31.448	17.776
Si	6.839	34.201	17.804
Si	9.575	36.944	17.834
Si	6.826	39.687	17.849
Si	9.553	42.403	17.846
Si	6.838	45.103	17.845
Si	9.571	47.823	17.835
Si	6.87	50.51	17.791
Si	9.599	53.243	17.72
Si	6.868	56	17.714
Si	9.605	58.782	17.7
Si	6.854	61.529	17.691
Si	9.593	64.283	17.717
Si	12.314	1.377	17.738
Si	15.011	4.104	17.731
Si	12.243	6.81	17.693
Si	14.957	9.549	17.654
Si	12.206	12.289	17.634
Si	14.98	15.025	17.628
Si	12.244	17.79	17.645
Si	15.012	20.526	17.677
Si	12.297	23.256	17.698
Si	15.054	25.97	17.731
Si	12.332	28.701	17.769
Si	15.063	31.438	17.798
Si	12.347	34.183	17.803
Si	15.072	36.921	17.806
Si	12.313	39.659	17.829
Si	15.056	42.395	17.833
Si	12.31	45.125	17.84
Si	15.06	47.819	17.801
Si	12.3	50.541	17.766
Si	15.049	53.278	17.724
Si	12.325	56.019	17.701
Si	15.048	58.792	17.683
Si	12.322	61.545	17.706
Si	15.035	64.27	17.733
Si	0.009	2.757	19.095
Si	2.733	0.036	19.089
Si	16.316	8.176	19.014
Si	2.709	5.451	19.065
Si	16.329	13.645	18.981
Si	2.658	10.908	18.985
Si	16.386	19.152	19.006
Si	2.71	16.393	18.996
Si	0.007	24.614	19.109
Si	2.75	21.876	19.064
Si	0.019	30.057	19.166
Si	2.734	27.357	19.151
Si	0.028	35.564	19.193
Si	2.72	32.816	19.145
Si	0.037	41.047	19.209
Si	2.736	38.304	19.22
Si	0.051	46.463	19.173
Si	2.784	43.768	19.259
Si	0.003	51.905	19.1
Si	2.78	49.178	19.154
Si	16.397	57.409	19.042
Si	2.746	54.625	19.061
Si	0.002	62.913	19.107
Si	2.724	60.175	19.038
Si	5.452	2.727	19.09
Si	8.241	0.042	19.102
Si	5.405	8.162	19.051
Si	8.153	5.456	19.061
Si	5.396	13.648	18.989
Si	8.095	10.872	19.007
Si	5.465	19.124	19.061
Si	8.142	16.395	19.014
Si	5.474	24.636	19.099
Si	8.236	21.878	19.057
Si	5.458	30.059	19.13
Si	8.216	27.324	19.12
Si	5.457	35.57	19.161
Si	8.207	32.804	19.139
Si	5.462	41.029	19.266
Si	8.194	38.318	19.208
Si	5.496	46.452	19.254
Si	8.169	43.741	19.247
Si	5.507	51.873	19.15
Si	8.202	49.164	19.237
Si	5.482	57.407	19.018
Si	8.245	54.608	19.073
Si	5.488	62.903	19.053
Si	8.261	60.194	19.044
Si	10.944	2.746	19.105
Si	13.695	0.037	19.13
Si	10.828	8.17	19.021
Si	13.61	5.466	19.088
Si	10.828	13.638	19.007
Si	13.545	10.906	18.987
Si	10.905	19.166	19.028
Si	13.594	16.391	18.961
Si	10.959	24.598	19.106
Si	13.665	21.902	19.052
Si	10.968	30.079	19.119
Si	13.704	27.315	19.117
Si	10.97	35.55	19.152
Si	13.718	32.811	19.176
Si	10.923	41.022	19.191
Si	13.708	38.283	19.167
Si	10.933	46.475	19.232
Si	13.692	43.765	19.205
Si	10.917	51.88	19.143
Si	13.665	49.187	19.146
Si	10.986	57.415	19.057
Si	13.672	54.642	19.08
Si	10.993	62.95	19.083
Si	13.716	60.192	19.055
Si	1.373	4.115	20.48
Si	4.085	1.389	20.492
Si	1.28	9.549	20.341
Si	4.047	6.819	20.45
Si	1.323	15.012	20.312
Si	4.009	12.29	20.332
Si	1.365	20.499	20.388
Si	4.071	17.737	20.396
Si	1.357	25.98	20.499
Si	4.102	23.263	20.429
Si	1.383	31.435	20.529
Si	4.09	28.725	20.535
Si	1.363	36.942	20.593
Si	4.063	34.205	20.495
Si	1.383	42.417	20.614
Si	4.081	39.654	20.63
Si	1.434	47.818	20.532
Si	4.157	45.107	20.686
Si	1.396	53.25	20.449
Si	4.145	50.513	20.553
Si	1.325	58.826	20.383
Si	4.125	56.018	20.367
Si	1.374	64.292	20.468
Si	4.094	61.548	20.396
Si	6.82	4.092	20.453
Si	9.624	1.384	20.512
Si	6.758	9.518	20.427
Si	9.456	6.859	20.436
Si	6.755	15.013	20.352
Si	9.422	12.267	20.347
Si	6.89	20.483	20.391
Si	9.51	17.79	20.352
Si	6.851	25.964	20.499
Si	9.588	23.228	20.465
Si	6.823	31.419	20.481
Si	9.6	28.694	20.452
Si	6.8	36.945	20.544
Si	9.612	34.147	20.488
Si	6.81	42.391	20.675
Si	9.546	39.694	20.597
Si	6.843	47.807	20.66
Si	9.535	45.114	20.604
Si	6.934	53.214	20.482
Si	9.581	50.536	20.605
Si	6.857	58.81	20.337
Si	9.628	56.001	20.386
Si	6.869	64.259	20.423
Si	9.621	61.591	20.419
Si	12.257	4.131	20.51
Si	15.065	1.417	20.493
Si	12.158	9.557	20.363
Si	14.944	6.874	20.437
Si	12.203	15.044	20.318
Si	14.892	12.306	20.308
Si	12.268	20.555	20.389
Si	14.967	17.77	20.279
Si	12.361	25.93	20.478
Si	15.033	23.241	20.451
Si	12.339	31.419	20.51
Si	15.078	28.638	20.512
Si	12.348	36.903	20.52
Si	15.101	34.161	20.562
Si	12.298	42.387	20.538
Si	15.084	39.636	20.535
Si	12.312	47.869	20.581
Si	15.1	45.117	20.57
Si	12.315	53.254	20.454
Si	15.036	50.557	20.485
Si	12.377	58.807	20.4
Si	15.038	56.041	20.417
Si	12.347	64.287	20.525
Si	15.02	61.57	20.488
Si	0.056	0.072	21.877
Si	2.751	2.775	21.912
Si	16.39	5.554	21.769
Si	2.643	8.231	21.749
Si	16.225	10.892	21.61
Si	2.658	13.649	21.702
Si	16.304	16.374	21.591
Si	2.688	19.099	21.74
Si	0.021	21.868	21.771
Si	2.719	24.595	21.831
Si	16.397	27.27	21.954
Si	2.701	30.076	21.942
Si	0.087	32.806	21.954
Si	2.753	35.571	21.936
Si	16.39	38.292	21.997
Si	2.673	40.999	22.008
Si	0.067	43.808	22.019
Si	2.806	46.548	22.013
Si	0.039	49.21	21.817
Si	2.735	51.881	21.859
Si	0	54.641	21.739
Si	2.742	57.446	21.639
Si	16.354	60.151	21.819
Si	2.73	62.895	21.803
Si	5.468	65.571	21.793
Si	8.235	2.777	21.83
Si	5.439	5.457	21.821
Si	8.065	8.151	21.883
Si	5.353	10.927	21.701
Si	8.042	13.603	21.718
Si	5.442	16.365	21.772
Si	8.237	19.138	21.811
Si	5.587	21.935	21.68
Si	8.215	24.559	21.858
Si	5.498	27.363	21.872
Si	8.227	30.048	21.808
Si	5.36	32.745	21.787
Si	8.217	35.527	21.776
Si	5.43	38.259	22.002
Si	8.156	41.009	22.066
Si	5.468	43.716	22.152
Si	8.23	46.462	22.078
Si	5.454	49.166	22.05
Si	8.234	51.882	22.018
Si	5.525	54.633	21.69
Si	8.219	57.401	21.625
Si	5.523	60.21	21.696
Si	8.278	62.964	21.82
Si	11.009	0.034	21.942
Si	13.714	2.807	21.864
Si	10.806	5.524	21.824
Si	13.487	8.225	21.771
Si	10.713	10.86	21.705
Si	13.514	13.664	21.68
Si	10.854	16.416	21.681
Si	13.658	19.159	21.646
Si	10.967	21.887	21.866
Si	13.711	24.577	21.901
Si	10.998	27.333	21.778
Si	13.716	30.015	21.844
Si	10.976	32.78	21.882
Si	13.696	35.511	21.902
Si	11.005	38.32	21.851
Si	13.721	41.03	21.842
Si	10.87	43.681	21.911
Si	13.748	46.527	21.886
Si	10.936	49.189	22.034
Si	13.61	51.856	21.859
Si	11.003	54.67	21.8
Si	13.704	57.432	21.805
Si	11.09	60.278	21.71
Si	13.731	62.971	21.953
Si	1.41	1.4	23.3
Si	4.157	4.131	23.28
Si	1.274	6.939	23.185
Si	4.005	9.606	23.1
Si	1.153	12.275	22.916
Si	4.054	14.964	23.123
Si	1.197	17.708	23.004
Si	4.184	20.553	22.874
Si	1.321	23.241	23.214
Si	4.142	25.919	23.236
Si	1.342	28.676	23.3
Si	3.989	31.536	23.307
Si	1.46	34.207	23.359
Si	4.044	36.916	23.402
Si	1.318	39.663	23.452
Si	3.972	42.31	23.481
Si	1.43	45.265	23.425
Si	4.052	47.906	23.545
Si	1.35	50.504	23.276
Si	4.222	53.246	23.066
Si	1.375	56.09	23.014
Si	4.142	58.808	22.967
Si	1.286	61.572	23.141
Si	4.138	64.193	23.232
Si	6.916	1.289	23.087
Si	9.428	4.258	23.265
Si	6.702	6.764	23.327
Si	9.386	9.58	23.23
Si	6.648	12.261	23.127
Si	9.434	15.019	22.979
Si	6.812	17.769	23.133
Si	9.634	20.483	23.238
Si	6.927	23.098	23.243
Si	9.616	25.994	23.107
Si	6.845	28.784	23.276
Si	9.604	31.368	23.189
Si	6.783	34.114	23.008
Si	9.63	36.887	23.112
Si	6.756	39.605	23.422
Si	9.552	42.37	23.447
Si	6.897	45.114	23.544
Si	9.631	47.802	23.499
Si	6.854	50.449	23.477
Si	9.71	53.337	23.251
Si	6.87	56.037	23.002
Si	9.67	58.815	22.804
Si	6.874	61.577	23.096
Si	9.628	64.263	23.324
Si	12.419	1.443	23.3
Si	15.072	4.251	23.206
Si	12.104	6.911	23.214
Si	14.803	9.686	23.059
Si	12.014	12.323	22.957
Si	14.942	15.048	22.968
Si	12.229	17.862	22.969
Si	15.069	20.428	23.047
Si	12.349	23.23	23.29
Si	15.074	25.851	23.381
Si	12.38	28.622	23.219
Si	15.11	31.339	23.231
Si	12.385	34.086	23.258
Si	14.982	36.893	23.319
Si	12.375	39.698	23.219
Si	15.071	42.331	23.27
Si	12.316	45.1	23.075
Si	15.147	47.899	23.266
Si	12.306	50.549	23.426
Si	15.003	53.276	23.12
Si	12.354	56.063	23.164
Si	15.004	58.796	23.23
Si	12.359	61.562	23.322
Si	15.145	64.38	23.343
Si	0.125	2.938	24.567
Si	2.789	65.56	24.652
Si	16.106	8.335	24.458
Si	2.883	5.768	24.564
Si	16.152	13.546	24.296
Si	2.5	10.97	24.278
Si	16.366	19.09	24.477
Si	2.49	16.274	24.295
Si	16.376	24.447	24.866
Si	2.951	21.932	24.243
Si	0.019	30.008	24.718
Si	2.692	27.257	24.596
Si	16.349	35.486	24.642
Si	2.819	32.972	24.899
Si	16.309	41.054	24.871
Si	2.556	38.193	24.885
Si	0.138	46.766	24.769
Si	2.652	43.82	24.858
Si	16.291	51.85	24.49
Si	2.556	49.319	24.973
Si	0.008	57.394	24.495
Si	2.856	54.709	24.192
Si	0.057	62.94	24.698
Si	2.746	60.174	24.261
Si	5.567	2.543	24.475
Si	8.219	0.046	24.609
Si	5.331	8.311	24.589
Si	7.952	5.333	24.882
Si	5.362	13.57	24.615
Si	7.932	10.928	24.568
Si	5.33	19.175	24.321
Si	8.209	16.356	24.456
Si	5.563	24.49	24.56
Si	8.275	21.722	24.702
Si	5.381	30.2	24.631
Si	8.303	27.364	24.493
Si	5.595	35.468	24.472
Si	8.02	32.666	24.318
Si	5.236	40.81	24.864
Si	8.333	38.222	24.549
Si	5.436	46.475	24.877
Si	8.268	43.732	25.035
Si	5.389	51.934	24.677
Si	8.274	49.085	25.026
Si	5.461	57.39	24.291
Si	8.261	54.765	24.411
Si	5.55	62.797	24.665
Si	8.376	60.159	24.126
Si	11.029	3.017	24.402
Si	13.848	0.155	24.855
Si	10.679	8.212	24.686
Si	13.6	5.653	24.525
Si	10.694	13.646	24.357
Si	13.312	11.052	24.349
Si	11.048	19.135	24.596
Si	13.543	16.452	24.209
Si	10.956	24.74	24.57
Si	13.78	21.709	24.502
Si	11.004	29.987	24.56
Si	13.725	27.268	24.711
Si	10.972	35.5	24.481
Si	13.739	32.62	24.638
Si	11.069	40.992	24.67
Si	13.635	38.336	24.648
Si	11.141	46.333	24.63
Si	13.691	43.809	24.373
Si	11.069	52.103	24.815
Si	13.791	49.136	24.731
Si	10.908	57.539	24.259
Si	13.786	54.723	24.529
Si	10.963	62.93	24.822
Si	13.735	60.137	24.733
Si	1.501	4.449	25.828
Si	4.507	0.978	25.94
Si	1.115	9.705	25.694
Si	3.564	7.703	26.099
Si	1.512	14.473	25.529
Si	3.702	12.233	25.802
Si	1.798	20.322	25.45
Si	3.661	17.945	25.397
Si	1.701	25.663	26.014
Si	3.939	23.391	25.895
Si	1.123	31.683	26.009
Si	4.407	28.379	25.831
Si	0.876	36.995	26.212
Si	4.662	34.197	26.211
Si	0.797	42.945	26.114
Si	3.902	39.275	26.485
Si	1.158	48.339	26.791
Si	4.395	44.805	26.238
Si	1.295	53.472	25.279
Si	3.435	51.245	26.07
Si	1.773	58.49	25.527
Si	3.998	56.136	25.69
Si	1.759	63.963	26.087
Si	3.823	61.541	25.824
Si	6.563	3.465	26.407
Si	9.789	1.535	25.61
Si	6.884	9.358	26.162
Si	9.102	7.034	26.134
Si	7.001	14.857	25.863
Si	9.055	12.585	25.785
Si	6.931	19.823	26.049
Si	9.978	17.36	25.746
Si	6.676	26.222	25.766
Si	9.589	23.425	25.924
Si	6.574	31.721	26
Si	9.765	28.518	25.907
Si	7.381	36.404	25.702
Si	9.335	34.141	25.455
Si	6.457	42.382	26.1
Si	9.881	39.368	25.923
Si	6.717	47.656	26.515
Si	10.226	44.867	26.287
Si	7.115	53.167	25.701
Si	9.432	50.981	26.112
Si	7.047	58.729	25.313
Si	9.235	56.577	25.568
Si	6.727	64.391	26.042
Si	9.66	61.119	25.854
Si	12.515	4.134	25.937
Si	14.974	2.068	26.106
Si	12.23	9.582	25.879
Si	14.492	7.347	25.936
Si	12.127	15.1	25.458
Si	14.234	12.783	25.639
Si	12.663	20.348	26.101
Si	14.6	17.933	25.722
Si	12.044	26.31	26.105
Si	14.956	22.858	26.199
Si	12.711	30.876	25.931
Si	14.948	28.69	26.18
Si	12.008	37.16	25.863
Si	15.284	33.835	25.946
Si	12.334	42.634	25.869
Si	15.118	39.374	26.215
Si	12.869	47.281	25.955
Si	15.066	45.2	25.628
Si	12.873	53.317	26.203
Si	14.826	50.726	26.161
Si	11.955	58.965	25.785
Si	15.545	55.656	25.832
Si	12.711	64.083	26.178
Si	14.914	61.773	26.075
Si	3.896	3.448	27.559
Si	4.723	2.875	30.415
Si	16.149	3.014	28.876
Si	4.517	9.882	27.954
Si	2.37	13.64	32.9
Si	0.383	14.286	28.282
Si	1.145	18.557	28.896
Si	1.117	25.667	30.955
Si	0.44	27.383	28.424
Si	4.751	29.073	32.891
Si	13.357	34.05	30.521
Si	7.977	29.833	28.235
Si	2.761	43.421	35.29
Si	2.102	44.189	30.588
Si	2.927	46.318	28.624
Si	3.25	52.219	28.897
Si	4.195	56.587	28.726
Si	15.816	61.672	29.044
Si	3.147	59.384	27.914
Si	11.248	3.013	35.528
Si	13.925	0.936	32.813
Si	7.084	1.482	29.036
Si	10.778	5.391	28.327
Si	10.934	13.308	30.185
Si	10.68	11.221	28.113
Si	5.693	17.109	27.375
Si	9.372	21.957	30.462
Si	7.039	20.515	29.027
Si	12.678	30.204	31.086
Si	3.328	35.799	31.402
Si	1.379	36.522	29.149
Si	0.616	42.052	29
Si	7.149	37.858	29.933
Si	2.091	45.718	33.187
Si	11.055	47.11	28.331
Si	12.07	47.416	31.305
Si	9.403	49.646	28.826
Si	6.108	54.84	30.671
Si	8.777	58.457	29.561
Si	7.081	62.43	36.554
Si	8.412	64.317	28.571
Si	11.092	0.151	27.701
Si	16.124	5.909	27.898
Si	15.444	6.199	34.588
Si	0.871	7.51	30.198
Si	15.357	16.679	28.479
Si	9.422	15.903	30.278
Si	12.259	22.822	27.581
Si	8.268	24.031	28.585
Si	9.286	26.082	30.486
Si	10.044	31.571	29.998
Si	15.082	31.475	30.241
Si	11.079	32.801	27.48
Si	13.121	35.053	27.7
Si	7.929	40.457	28.175
Si	14.064	41.394	28.284
Si	9.606	43.736	34.163
Si	10.765	53.99	31.769
Si	15.974	50.102	28.946
Si	10.963	57.248	27.96
Si	10.873	57.56	32.487
Si	7.316	60.337	27.731
Si	1.814	2.765	31.067
Si	12.937	7.641	34.408
Si	15.86	11.382	27.907
Si	5.125	9.961	33.225
Si	0.916	10.898	32.65
Si	3.975	17.576	29.813
Si	4.125	20.326	34.685
Si	12.016	25.417	29.096
Si	5.306	22.798	28.694
Si	1.371	30.376	28.849
Si	3.522	32.836	34.979
Si	3.798	40.427	34.491
Si	1.19	39.245	34.145
Si	3.199	38.947	31.955
Si	2.332	39.574	29.137
Si	7.229	47.256	31.483
Si	4.416	50.378	30.947
Si	14.784	56.743	32.911
Si	12.204	55.591	33.991
Si	2.37	57.152	30.964
Si	11.863	60.139	35.441
Si	3.981	62.516	36.408
Si	8.361	64.052	34.339
Si	7.883	11.362	32.932
Si	11.526	6.154	31.318
Si	9.995	6.842	33.794
Si	3.217	9.473	30.847
Si	8.916	18.172	28.539
Si	10.854	19.383	30.579
Si	15.976	26.417	33.348
Si	7.197	23.682	34.422
Si	7.573	28.23	32.152
Si	12.417	37.817	30.942
Si	6.42	30.941	31.81
Si	12.122	40.745	30.674
Si	7.064	45.615	29.042
Si	4.006	47.57	31.404
Si	9.477	41.696	32.031
Si	12.333	55.741	30.223
Si	9.213	51.86	32.925
Si	11.065	63.063	35.126
Si	9.756	2.478	28.552
Si	12.249	64.054	32.529
Si	12.627	3.614	32.967
Si	12.55	8.944	31.905
Si	15.252	9.971	30.643
Si	15.045	17.85	33.403
Si	14.706	17.599	37.877
Si	2.324	15.015	30.371
Si	4.311	25.412	30.288
Si	8.896	17.774	32.51
Si	15.152	24.598	35.649
Si	9.346	30.275	36.285
Si	1.892	34.866	33.893
Si	15.115	36.384	31.017
Si	11.271	39.148	35.772
Si	15.078	40.949	34.625
Si	7.753	42.852	29.969
Si	15.303	50.873	34.172
Si	0.426	53.052	29.696
Si	0.741	54.958	32.218
Si	8.598	56.095	31.332
Si	14.456	54.875	28.447
Si	9.387	60.104	32.119
Si	1.224	64.315	29.197
Si	16.035	0.948	30.779
Si	15.41	1.203	35.702
Si	0.21	9.081	35.324
Si	5.222	4.281	33.01
Si	13.705	17.945	30.812
Si	6.021	13.587	36.138
Si	0.614	21.219	27.848
Si	1.205	20.667	30.667
Si	3.34	23.838	37.13
Si	0.205	22.914	32.353
Si	3.836	30.76	30.84
Si	2.635	23.15	34.278
Si	15.936	36.679	34.014
Si	5.41	36.734	27.863
Si	14.517	43.88	34.292
Si	3.414	35.458	36.267
Si	15.639	46.56	33.549
Si	12.984	47.572	35.177
Si	4.113	54.358	37.675
Si	14.86	48.841	31.66
Si	15.743	56.307	35.73
Si	0.269	53.584	34.959
Si	4.04	62.042	33.451
Si	1.96	57.875	35.702
Si	3.269	6.231	34.11
Si	6.271	63.416	32.22
Si	9.109	5.088	35.973
Si	6.336	4.927	35.453
Si	12.043	15.597	31.45
Si	8.283	14.052	34.258
Si	3.08	18.914	32.179
Si	9.59	24.023	32.773
Si	5.688	25.602	35.949
Si	13.642	23.212	33.472
Si	5.807	27.537	28.335
Si	12.048	28.07	33.12
Si	4.863	33.243	32.232
Si	6.629	39.38	35.457
Si	8.021	38.838	32.571
Si	10.674	32.682	35.092
Si	6.304	46.521	35.927
Si	5.289	43.966	30.851
Si	5.592	53.648	35.392
Si	9.572	49.197	31.727
Si	5.587	61.536	30.081
Si	3.641	59.759	31.836
Si	8.574	0.829	38.531
Si	13.958	59.768	32.996
Si	10.338	6.852	38.163
Si	14.053	3.922	35.623
Si	10.636	15.94	34.239
Si	1.18	16.333	32.579
Si	8.726	21.073	35.27
Si	13.044	17.307	35.544
Si	10.695	21.414	37.252
Si	10.497	33.673	32.043
Si	14.513	31.531	32.999
Si	5.859	37.17	37.54
Si	14.185	35.669	36.224
Si	9.588	36.595	31.288
Si	12.805	39.543	33.259
Si	6.294	49.979	28.495
Si	12.892	50.514	35.633
Si	9.855	57.3	37.771
Si	10.217	52.327	35.872
Si	3.787	63.614	30.9
Si	13.25	61.979	30.752
Si	1.918	1.651	36.859
Si	5.285	7.901	35.363
Si	1.786	9.531	37.95
Si	6.709	9.313	37.566
Si	15.9	13.346	38.613
Si	10.062	10.635	30.966
Si	13.693	26.509	37.767
Si	1.974	12.518	37.303
Si	1.393	29.212	37.614
Si	4.814	24.8	33.225
Si	3.532	29.61	35.599
Si	1.537	36.473	38.465
Si	13.664	32.769	35.489
Si	0.039	43.982	36.727
Si	15.431	49.495	36.881
Si	4.285	44.839	37.687
Si	1.375	53.276	37.885
Si	2.898	58.895	38.403
Si	6.041	52.487	32.561
Si	16.274	59.88	35.094
Si	3.727	3.643	35.227
Si	10.033	0.141	35.877
Si	3.78	12.12	34.867
Si	8.993	9.516	35.232
Si	6.98	15.301	38.056
Si	6.628	16.076	35.27
Si	6.861	18.973	34.399
Si	10.525	19.013	38.757
Si	5.638	28.257	37.534
Si	10.906	27.74	37.056
Si	7.123	30.903	38.302
Si	10.093	34.2	37.782
Si	6.886	45.02	33.385
Si	8.811	40.595	37.148
Si	7.504	52.006	37.105
Si	8.647	47.194	37.428
Si	6.04	53.157	28.369
Si	6.596	49.16	37.101
Si	4.708	56.47	35.759
Si	7.27	57.94	36.821
Si	3.556	64.961	38.044
Si	1.315	59.717	30.346
Si	11.246	9.787	37.295
Si	15.526	64.433	37.633
Si	1.045	5.512	32.461
Si	13.973	9.05	36.888
Si	16.256	21.877	36.876
Si	2.756	20.853	37.221
Si	11.269	22.171	34.51
Si	14.826	19.492	35.775
Si	9.332	28.032	34.604
Si	13.211	25.644	31.919
Si	15.024	30.46	37.212
Si	14.676	28.92	34.604
Si	11.691	36.932	37.356
Si	15.647	34.564	38.486
Si	10.794	42.981	36.934
Si	13.233	41.094	37.003
Si	11.688	47.602	37.943
Si	11.942	45.377	33.478
Si	11.508	55.006	36.809
Si	16.179	46.687	37.957
Si	8.72	60.118	35.133
Si	14.084	58.455	36.98
Si	0.94	61.993	37.054
Si	10.328	62.773	30.709
O	16.261	65.373	38.756
O	4.322	64.006	36.969
O	5.04	4.149	36.084
O	1.836	2.487	38.252
O	15.379	6.475	39.557
O	0.844	4.438	39.472
O	2.437	12.357	35.746
O	2.828	8.414	38.509
O	15.624	11.938	39.404
O	0.537	9.597	39.006
O	6.213	13.874	37.726
O	4.424	12.199	39.627
O	1.204	22.783	33.627
O	2.777	13.605	38.231
O	14.354	13.922	38.524
O	15.573	18.65	36.971
O	16.124	25.25	34.488
O	16.233	21.658	38.486
O	14.229	30.2	38.592
O	2.622	24.427	38.484
O	2.6	29.658	38.632
O	0.771	27.792	38.202
O	3.945	28.748	34.261
O	3.534	31.243	35.343
O	16.109	33.03	38.762
O	15.534	35.099	36.946
O	2.885	36.249	39.323
O	4.239	33.977	39.526
O	15.22	39.43	39.405
O	0.888	37.959	38.719
O	1.746	41.928	39.452
O	3.762	39.92	39.673
O	1.214	43.252	35.828
O	16.286	43.287	38.203
O	3.129	45.752	38.386
O	5.81	48.913	38.505
O	0.423	45.55	36.987
O	16.277	49.985	38.185
O	1.961	51.933	38.614
O	4.039	50.581	39.442
O	0.092	53.886	38.693
O	15.176	56.032	39.395
O	4.179	55.916	0.109
O	2.643	57.352	38.838
O	1.925	59.679	39.451
O	0.223	61.266	38.353
O	4.121	61.775	39.7
O	7.588	64.12	32.88
O	4.659	0.327	38.776
O	2.711	64.035	39.106
O	9.121	65.504	34.522
O	8.095	2.393	38.619
O	6.566	4.425	39.48
O	4.43	6.522	39.432
O	8.214	12.984	33.004
O	7.216	8.301	38.731
O	6.253	10.665	38.383
O	7.924	9.415	36.467
O	7.525	15.99	36.659
O	8.181	14.898	39.054
O	5.949	16.358	38.708
O	4.115	18.003	39.395
O	10.928	19.78	37.354
O	8.924	19.303	39.016
O	7.687	22.172	34.695
O	6.685	20.9	39.625
O	9.074	23.704	39.637
O	6.993	25.728	39.648
O	4.607	29.201	36.73
O	5.077	27.543	38.89
O	7.676	31.037	39.82
O	5.91	32.04	38.393
O	1.555	31.624	39.82
O	6.882	36.345	38.513
O	11.136	36.823	30.785
O	8.717	40.264	32.191
O	6.9	42.277	39.463
O	8.44	40.174	38.685
O	4.981	43.907	38.811
O	5.399	45.832	37.073
O	7.946	46.697	38.807
O	8.192	48.761	37.243
O	3.698	43.847	36.543
O	7.523	52.23	38.723
O	6.966	53.312	36.249
O	4.348	55.886	37.218
O	5.239	53.997	38.803
O	7.17	58.156	38.487
O	9.328	56.591	39.171
O	4.03	60.396	33.304
O	4.435	59.471	38.585
O	7.446	62.741	38.131
O	4.384	62.605	29.753
O	10.021	0.728	39.299
O	12.129	64.551	39.346
O	14.677	1.695	39.601
O	12.693	3.742	39.623
O	11.38	5.654	38.5
O	10.433	9.9	35.887
O	12.808	10.183	37.002
O	14.216	8.459	38.381
O	10.74	10.833	38.404
O	9.485	12.635	39.524
O	15.756	16.707	38.694
O	0.416	14.466	39.429
O	10.748	17.385	38.9
O	12.287	15.264	39.479
O	12.942	24.087	32.292
O	14.748	23.428	39.527
O	10.927	22.154	38.665
O	9.135	21.587	36.762
O	10.473	27.118	38.504
O	13.073	25.373	38.787
O	9.433	29.008	39.772
O	8.381	31.153	37.271
O	14.696	29.221	36.19
O	14.627	27.48	38.717
O	12.34	31.432	39.776
O	10.8	33.14	38.786
O	14.2	34.753	39.198
O	12.547	36.648	39.989
O	11.231	37.516	35.879
O	9.85	39.647	36.345
O	12.161	42.211	36.462
O	13.464	41.257	38.599
O	11.194	43.744	38.317
O	9.563	44.995	39.835
O	14.929	46.011	38.801
O	12.316	46.796	39.205
O	11.409	49.101	38.546
O	9.59	50.626	39.562
O	12.611	52.788	39.747
O	14.645	50.946	39.763
O	12.047	54.604	38.269
O	11.059	56.561	37.005
O	12.706	59.203	36.485
O	13.885	58.338	38.597
O	10.284	58.852	38.227
O	9.408	61.24	39.1
O	14.33	63.528	38.327
O	2.606	61.967	37.179
O	4.22	3.735	29.13
O	1.276	3.029	29.531
O	3.921	1.832	27.242
O	8.503	2.139	29.544
O	0.493	10.42	27.073
O	15.94	10.931	31.772
O	2.094	8.448	26.135
O	5.465	3.887	31.47
O	0.523	14.876	26.777
O	2.637	13.445	26.245
O	3.91	11.167	27.088
O	2.128	10.422	31.642
O	13.563	23.524	26.847
O	2.733	19.121	26.146
O	4.26	17.009	26.615
O	3.557	16.053	30.21
O	15.119	22.89	32.954
O	1.349	26.49	27.401
O	4.546	22.65	27.257
O	2.867	24.54	26.456
O	16.391	32.77	26.601
O	1.681	30.869	27.34
O	7.206	30.931	27.301
O	5.51	27.288	25.252
O	16.368	36.299	29.97
O	16.161	38.152	26.685
O	5.665	32.946	26.684
O	7.716	29.886	31.859
O	1.49	44.866	31.932
O	1.337	42.516	27.617
O	4.698	35.272	27.534
O	1.042	40.527	29.335
O	2.084	47.243	27.6
O	3.979	45.529	27.656
O	3.289	39.615	30.467
O	5.432	43.573	26.721
O	2.387	52.549	26.137
O	0.374	54.56	26.172
O	5.901	48.92	27.294
O	3.513	51.068	27.74
O	1.761	59.002	27.106
O	2.771	57.208	25.747
O	6.447	53.938	27.008
O	4.319	55.789	27.304
O	2.829	62.738	26.395
O	1.493	64.611	27.612
O	2.084	60.308	31.667
O	3.989	60.537	27.138
O	5.093	4.237	26.746
O	6.705	2.255	27.616
O	11.047	1.442	28.738
O	11.122	0.648	26.139
O	8.017	8.227	26.643
O	6.141	9.932	27.559
O	12.193	4.763	31.895
O	9.777	6.424	27.538
O	8.111	13.772	26.485
O	6.429	15.657	27.208
O	9.543	11.67	27.061
O	10.001	10.378	29.35
O	7.159	20.787	27.397
O	9.391	23.007	29.214
O	10.246	18.84	29.183
O	9.223	18.234	26.946
O	5.026	26.654	29.488
O	6.612	26.424	27.423
O	8.756	24.358	27.054
O	6.803	23.381	28.469
O	4.619	28.315	27.493
O	8.802	30.677	29.408
O	9.082	29.085	27.301
O	10.5	32.775	28.996
O	4.487	37.912	27.216
O	6.861	36.924	27.168
O	9.795	32.944	26.51
O	8.445	35.258	26.303
O	8.496	36.888	30.077
O	5.811	37.02	29.45
O	9.209	40.065	27.259
O	7.364	39.127	28.917
O	11.806	46.943	29.771
O	6.982	46.337	27.567
O	10.4	45.732	27.721
O	6.825	41.284	27.303
O	8.307	52.191	26.316
O	12.499	46.04	32.092
O	9.814	48.129	28.455
O	9.946	50.67	27.684
O	6.471	59.817	26.437
O	8.465	56.906	29.938
O	8.01	57.593	26.057
O	9.972	56.343	27.022
O	5.513	65.413	26.596
O	7.504	63.675	27.359
O	8.644	61.159	27.206
O	6.387	61.208	28.726
O	11.962	4.944	27.283
O	13.657	3.043	26.468
O	0.366	5.457	26.476
O	15.964	2.176	27.476
O	11.769	10.311	27.312
O	15.205	10.619	29.168
O	14.825	6.777	27.455
O	13.422	8.542	26.36
O	11.098	16.181	26.333
O	13.228	14.031	26.231
O	14.427	17.675	29.382
O	14.656	11.904	26.963
O	10.884	22.726	26.692
O	12.594	21.185	27.587
O	14.936	16.874	26.933
O	13.642	19.062	26.476
O	12.54	25.977	27.661
O	10.897	27.448	26.433
O	10.58	26.176	29.465
O	15.64	22.047	27.522
O	11.911	31.423	27.271
O	13.793	29.806	26.649
O	3.729	32.227	31.585
O	15.521	27.888	27.554
O	10.893	38.197	26.558
O	12.801	36.556	27.186
O	14.618	34.585	27.27
O	12.88	34.975	29.294
O	13.4	42.189	27.038
O	12.991	41.452	29.516
O	14.462	39.921	27.661
O	15.544	47.448	32.184
O	12.144	47.809	27.337
O	13.967	46.12	26.541
O	16.019	44.104	26.492
O	13.725	51.934	26.107
O	13.264	53.99	27.7
O	15.447	49.155	30.171
O	14.84	50.404	27.804
O	12.177	57.957	27.107
O	10.872	60.093	26.346
O	14.999	55.992	27.37
O	12.324	64.692	27.728
O	9.658	65.033	27.841
O	0.212	65.461	29.742
O	15.712	61.285	27.459
O	2.411	3.961	27.131
O	0.489	62.866	29.329
O	1.737	4.101	32.02
O	5.827	1.741	30.049
O	0.744	6.906	28.693
O	15.687	4.573	28.74
O	16.132	8.612	30.545
O	3.961	10.081	29.505
O	4.435	9.251	31.927
O	1.863	15.111	33.446
O	1.857	14.528	28.926
O	2.018	17.704	32.379
O	2.557	20.328	31.514
O	0.521	19.573	27.766
O	0.893	26.488	32.377
O	4.511	23.912	29.615
O	5.918	28.028	32.326
O	0.57	24.138	31.312
O	3.581	29.417	31.775
O	0.018	31.167	29.379
O	14.104	32.743	29.853
O	2.075	33.28	34.298
O	3.662	37.357	31.869
O	2.654	35.803	29.903
O	14.797	42.343	33.81
O	14.197	39.685	34.072
O	1.156	42.917	30.271
O	15.285	44.974	33.348
O	0.759	49.384	28.057
O	13.249	48.552	31.494
O	3.354	51.451	30.341
O	5.413	53.74	31.688
O	5.323	49.724	29.768
O	15.836	55.924	31.968
O	11.641	61.727	35.897
O	13.607	60.665	31.676
O	16.313	60.399	29.949
O	15.281	2.181	29.991
O	11.064	1.406	35.785
O	3.425	62.498	34.868
O	10.169	6.58	32.177
O	11.263	6.086	29.716
O	13.832	4.001	34.001
O	10.077	4.024	28.851
O	9.197	8.198	34.256
O	9.285	2.333	26.989
O	2.38	8.114	30.434
O	11.3	12.612	28.753
O	12.223	14.144	30.738
O	10.951	16.437	30.564
O	5.327	17.49	28.925
O	6.592	18.263	26.625
O	10.712	21.018	30.532
O	9.921	18.837	31.81
O	5.043	25.412	31.749
O	6.945	24.56	35.777
O	13.88	37.296	30.408
O	9.817	31.31	35.12
O	2.128	35.178	32.322
O	12.374	28.727	31.668
O	3.145	40.029	27.779
O	7.957	44.223	29.074
O	4.092	39.923	32.941
O	6.39	32.604	31.915
O	6.883	38.468	31.444
O	7.691	46.76	30.008
O	5.66	45.178	29.808
O	8.409	41.551	29.275
O	7.992	44.049	34.106
O	9.866	42.237	33.531
O	3.593	47.151	29.874
O	10.695	48.035	31.96
O	1.076	58.113	30.62
O	7.797	49.623	28.921
O	5.288	55.981	29.813
O	2.035	55.924	31.966
O	6.886	53.877	29.579
O	2.473	60.004	29.246
O	6.306	51.568	28.135
O	4.22	58.189	28.309
O	7.383	65.474	29.146
O	10.75	59.181	32.322
O	2.49	0.186	37.192
O	12.652	65.555	32.97
O	14.932	0.262	31.732
O	13.258	2.31	32.217
O	12.809	9.022	33.53
O	11.065	9.549	31.637
O	8.577	10.625	31.641
O	0.225	12.689	28.47
O	15.465	15.088	28.893
O	14.667	18.553	31.978
O	12.421	18.946	30.698
O	8.533	16.5	31.524
O	11.995	23.76	28.921
O	1.578	21.538	26.591
O	5.566	21.265	29.342
O	8.01	21.111	30.199
O	0.248	26.409	29.756
O	8.15	25.278	29.631
O	8.19	27.568	33.534
O	6.903	28.698	28.805
O	14.377	32.794	34.009
O	5.462	30.627	30.472
O	12.037	33.77	31.458
O	12.019	34.053	27.047
O	14.495	34.895	31.347
O	12.181	32.118	35.386
O	10.719	41.508	30.979
O	12.874	40.717	32.129
O	10.447	44.793	33.24
O	15.401	42.129	28.861
O	0.001	51.476	29.723
O	8.047	48.622	31.747
O	1.007	54.427	33.75
O	15.677	53.899	28.925
O	11.51	56.064	28.892
O	13.899	55.701	29.767
O	4.85	60.263	30.823
O	11.807	56.876	31.313
O	8.591	59.408	30.879
O	9.152	63.309	29.674
O	16.304	5.239	33.58
O	0.857	1.586	31.685
O	2.067	6.62	33.105
O	0.484	6.241	31.141
O	4.134	8.324	27.553
O	5.85	8.798	34.112
O	2.329	11.071	37.984
O	10.661	12.124	31.263
O	6.269	11.07	32.827
O	1.011	15.711	31.08
O	2.786	13.767	31.319
O	0.579	19.204	30.296
O	3.606	22.242	37.41
O	3.607	21.837	34.362
O	1.374	21.537	29.272
O	4.64	24.802	36.909
O	2.693	25.654	30.493
O	1.165	28.762	28.929
O	2.714	30.763	29.687
O	5.567	30.479	33.154
O	4.669	33.24	33.864
O	2.54	39.516	35.036
O	7.301	38.974	34.019
O	3.045	35.751	34.682
O	1.664	39.041	32.577
O	0.404	37.912	34.629
O	0.23	40.542	34.379
O	5.145	40.052	35.309
O	2.792	44.647	34.202
O	14.489	47.183	34.587
O	0.855	46.541	33.922
O	5.618	47.436	31.643
O	3.609	49.142	31.641
O	1.863	53.073	28.908
O	5.553	52.688	34.096
O	2.792	56.442	29.551
O	3.342	57.155	35.107
O	15.604	54.676	35.594
O	11.18	54.554	33.25
O	15.587	57.033	34.282
O	0.869	56.732	36.216
O	14.162	58.204	32.461
O	9.595	62.949	34.372
O	5.121	64.414	31.532
O	2.989	2.42	35.914
O	2.768	4.972	35.047
O	7.295	63.743	35.559
O	8.899	0.376	37.01
O	9.494	6.397	36.85
O	12.553	3.705	36.244
O	7.619	4.581	36.357
O	8.511	10.735	34.286
O	13.707	9.726	31.091
O	9.581	14.279	30.124
O	3.945	10.659	34.146
O	11.54	15.433	32.98
O	8.832	16.581	28.93
O	3.492	19.231	33.688
O	7.563	18.937	29.082
O	7.528	18.568	32.949
O	8.279	24.527	33.566
O	8.471	27.438	30.995
O	8.079	19.584	35.302
O	10.587	28.538	33.66
O	12.506	27.343	36.982
O	12.665	38.091	32.541
O	10.577	33.434	33.654
O	3.691	33.813	36.31
O	1.708	38.098	29.045
O	4.751	36.205	36.807
O	8.546	42.899	31.406
O	9.154	37.63	32.511
O	7.726	46.143	32.562
O	3.226	46.722	32.569
O	5.823	44.27	32.383
O	11.178	43.545	26.625
O	9.493	54.769	31.128
O	9.936	49.986	30.334
O	7.681	52.312	32.521
O	12.029	54.228	30.777
O	7.684	58.963	28.508
O	3.542	58.115	31.652
O	11.328	3.237	33.902
O	12.139	63.235	33.925
O	13.745	62.831	26.569
O	14.92	65.463	36.487
O	14.859	2.648	36.227
O	14.813	1.085	34.179
O	11.523	6.831	34.396
O	14.149	6.762	33.766
O	0.631	9.927	33.967
O	1.267	12.433	33.105
O	13.813	17.046	34.125
O	16.175	16.703	33.253
O	13.796	16.68	36.859
O	15.53	19.093	34.353
O	0.522	17.118	28.621
O	9.653	17.176	33.828
O	13.041	25.807	30.311
O	9.916	25.25	31.756
O	10.088	21.039	34.322
O	15.763	27.807	34.15
O	14.711	26.114	32.356
O	15.099	30.271	33.818
O	11.355	30.632	30.268
O	15.56	31.806	31.782
O	14.058	30.174	30.187
O	15.62	36.99	32.447
O	9.612	35.03	31.777
O	11.496	39.668	34.236
O	13.293	36.625	37.188
O	15.047	43.999	35.844
O	12.55	49.117	34.831
O	11.949	39.19	30.192
O	11.578	51.406	35.991
O	1.964	45.205	29.325
O	0.639	53.686	31.198
O	13.795	51.38	34.58
O	13.608	55.641	33.174
O	16.144	52.268	34.134
O	9.319	57.008	32.474
O	9.607	52.436	34.377
O	11.536	57.103	33.918
O	13.425	63.323	31.673
O	11.711	62.052	30.118
O	9.697	61.631	31.685
O	2.574	64.409	30.163
O	14.314	62.042	29.537
O	0.617	1.381	35.901
O	10.944	64.383	36.11
O	3.36	2.235	31.058
O	15.261	9.664	36.073
O	1.407	9.161	36.414
O	4.507	5.753	33.144
O	6.586	4.395	33.908
O	0.376	12.942	37.277
O	15.06	21.066	36.081
O	5.407	8.741	36.751
O	5.074	12.321	35.834
O	2.768	18.372	29.022
O	4.574	23.076	39.788
O	1.326	21.255	36.483
O	2.537	20.031	38.619
O	15.99	23.434	36.436
O	14.655	25.77	36.663
O	9.243	22.698	31.895
O	2.473	23.883	35.733
O	0.226	30.362	37.508
O	2.071	29.09	36.119
O	3.299	24.218	33.239
O	13.348	34.315	35.876
O	0.417	35.484	39.128
O	0.361	35.289	34.206
O	12.924	44.208	34.076
O	12.548	39.66	36.651
O	2.032	36.011	36.975
O	3.369	42.019	34.644
O	9.515	50.263	32.957
O	12.827	47.436	36.791
O	11.857	46.598	34.548
O	0.98	47.209	38.972
O	2.573	54.344	38.143
O	15.953	49.939	35.373
O	15.221	50.054	32.741
O	5.371	51.101	32.046
O	15.337	59.307	36.33
O	14.485	56.893	36.597
O	1.113	53.067	36.27
O	4.34	53.334	36.405
O	12.726	60.018	34.05
O	1.126	58.872	34.684
O	2.432	58.926	36.854
O	3.728	7.495	35.028
O	4.244	3.176	33.739
O	5.583	62.572	33.439
O	5.51	61.846	36.461
O	5.397	14.998	35.504
O	12.599	7.375	31.479
O	6.171	6.548	35.485
O	9.359	6.975	39.463
O	13.403	16.436	31.371
O	4.294	18.38	31.211
O	7.511	13.295	35.495
O	7.441	15.449	33.981
O	3.647	19.928	36.197
O	5.728	20.142	34.413
O	6.191	17.611	35.012
O	13.809	24.017	34.891
O	6.161	27.034	36.561
O	5.845	23.566	33.516
O	10.692	23.605	33.921
O	5.046	25.873	34.447
O	0.189	21.506	31.565
O	4.617	34.76	31.594
O	6.755	29.335	38.031
O	8.498	29.181	35.419
O	1.269	36.079	27.574
O	6.612	37.998	36.339
O	6.143	42.666	30.308
O	5.169	38.261	38.516
O	10.084	33.664	36.245
O	5.97	48.144	35.952
O	5.983	45.784	34.514
O	3.676	43.75	30.855
O	7.918	46.338	36.222
O	4.455	53.32	28.745
O	7.09	55.643	31.713
O	10.262	58.436	28.872
O	15.361	60.179	33.762
O	3.231	62.774	32.214
O	5.874	57.522	36.114
O	10.293	59.655	35.312
O	9.996	3.762	36.208
O	7.368	65.481	39.157
O	0.28	63.488	36.976
O	0.51	61.265	35.653
O	13.325	7.872	35.96
O	11.08	8.268	37.883
O	9.206	5.562	34.411
O	14.932	5.293	35.882
O	11.59	16.574	35.417
O	9.789	14.59	34.672
O	3.738	13.243	33.69
O	16.356	7.486	35.026
O	12.682	21.899	33.716
O	11.619	22.167	36.118
O	13.753	18.448	38.88
O	13.241	18.97	35.733
O	12.137	26.479	32.831
O	10.579	29.384	36.97
O	13.024	31.197	32.364
O	9.702	32.382	31.389
O	13.159	28.493	34.218
O	14.566	31.889	36.525
O	10.907	35.591	37.762
O	8.621	34.489	38.412
O	10.051	27.087	35.772
O	14.567	36.506	34.878
O	9.517	42.042	37.304
O	7.476	40.556	36.213
O	11.24	38.073	38.451
O	10.238	43.86	35.668
O	14.66	41.171	36.194
O	10.305	52.45	31.862
O	9.053	51.643	36.757
O	13.872	50.096	36.903
O	15.59	47.874	37.007
O	8.241	61.422	35.992
O	8.599	56.991	36.742
O	12.502	55.085	35.505
O	10.416	53.856	36.409
O	8.506	60.172	33.498
O	6.661	62.295	31.081
O	7.671	59.085	35.764
O	10.852	64.03	31.648
O	5.387	55.224	34.901
O	6.551	50.731	36.669
O	10.259	47.016	37.393
O	11.592	19.708	39.826
Si	0.005	65.581	5.453
Si	2.726	2.73	5.499
Si	16.402	5.477	5.484
Si	2.775	8.186	5.434
Si	0.021	10.93	5.376
Si	2.748	13.66	5.361
Si	0.02	16.404	5.406
Si	2.671	19.133	5.406
Si	16.348	21.884	5.4
Si	2.688	24.621	5.509
Si	0.011	27.334	5.466
Si	2.75	30.037	5.513
Si	0.077	32.803	5.511
Si	2.846	35.493	5.525
Si	0.047	38.252	5.521
Si	2.765	41.001	5.481
Si	0.018	43.731	5.415
Si	2.715	46.439	5.417
Si	16.4	49.129	5.389
Si	2.761	51.831	5.449
Si	16.377	54.68	5.442
Si	2.749	57.378	5.412
Si	16.344	60.18	5.356
Si	2.727	62.913	5.358
Si	5.461	65.584	5.387
Si	8.147	2.694	5.383
Si	5.511	5.46	5.426
Si	8.253	8.197	5.386
Si	5.493	10.978	5.417
Si	8.208	13.718	5.369
Si	5.446	16.407	5.419
Si	8.173	19.175	5.554
Si	5.389	21.903	5.528
Si	8.181	24.655	5.611
Si	5.402	27.384	5.528
Si	8.223	30.121	5.51
Si	5.528	32.781	5.508
Si	8.235	35.558	5.542
Si	5.541	38.238	5.472
Si	8.286	40.934	5.429
Si	5.495	43.734	5.405
Si	8.218	46.411	5.355
Si	5.46	49.119	5.391
Si	8.181	51.918	5.417
Si	5.497	54.62	5.373
Si	8.241	57.363	5.362
Si	5.463	60.119	5.421
Si	8.24	62.841	5.374
Si	10.869	65.545	5.373
Si	13.609	2.736	5.432
Si	10.919	5.491	5.423
Si	13.664	8.247	5.38
Si	10.943	10.93	5.378
Si	13.72	13.609	5.424
Si	10.906	16.444	5.444
Si	13.667	19.189	5.439
Si	10.944	21.947	5.548
Si	13.718	24.645	5.468
Si	11.003	27.364	5.561
Si	13.732	30.057	5.589
Si	10.955	32.817	5.502
Si	13.687	35.544	5.475
Si	10.95	38.264	5.427
Si	13.671	40.984	5.48
Si	11.002	43.673	5.379
Si	13.721	46.364	5.417
Si	10.933	49.157	5.387
Si	13.657	51.921	5.403
Si	10.929	54.685	5.403
Si	13.631	57.487	5.36
Si	10.958	60.079	5.294
Si	13.605	62.815	5.361
Si	1.353	1.347	6.824
Si	4.131	4.102	6.802
Si	1.386	6.844	6.808
Si	4.127	9.585	6.771
Si	1.373	12.308	6.746
Si	4.085	15.025	6.766
Si	1.353	17.763	6.798
Si	4.025	20.49	6.822
Si	1.309	23.232	6.816
Si	4.061	25.988	6.877
Si	1.36	28.698	6.865
Si	4.127	31.43	6.861
Si	1.436	34.167	6.881
Si	4.176	36.899	6.873
Si	1.402	39.643	6.864
Si	4.145	42.379	6.813
Si	1.376	45.078	6.806
Si	4.096	47.788	6.787
Si	1.365	50.485	6.791
Si	4.133	53.246	6.767
Si	1.375	56.023	6.787
Si	4.105	58.748	6.782
Si	1.347	61.522	6.723
Si	4.098	64.229	6.769
Si	6.807	1.335	6.777
Si	9.531	4.082	6.741
Si	6.873	6.844	6.767
Si	9.583	9.575	6.762
Si	6.856	12.344	6.763
Si	9.548	15.058	6.789
Si	6.788	17.766	6.831
Si	9.565	20.55	6.876
Si	6.789	23.252	6.89
Si	9.593	26.022	6.911
Si	6.827	28.748	6.858
Si	9.588	31.475	6.888
Si	6.866	34.176	6.88
Si	9.613	36.93	6.863
Si	6.895	39.621	6.83
Si	9.63	42.333	6.784
Si	6.869	45.076	6.777
Si	9.566	47.789	6.753
Si	6.82	50.517	6.762
Si	9.567	53.291	6.767
Si	6.86	56.004	6.743
Si	9.599	58.742	6.724
Si	6.855	61.489	6.75
Si	9.551	64.2	6.782
Si	12.248	1.317	6.746
Si	15.002	4.092	6.792
Si	12.307	6.86	6.761
Si	15.041	9.585	6.76
Si	12.31	12.277	6.767
Si	15.051	15.03	6.77
Si	12.303	17.797	6.795
Si	15.019	20.542	6.818
Si	12.345	23.3	6.866
Si	15.065	25.989	6.861
Si	12.341	28.725	6.933
Si	15.1	31.461	6.894
Si	12.327	34.186	6.862
Si	15.051	36.904	6.863
Si	12.304	39.62	6.832
Si	15.056	42.369	6.808
Si	12.336	45.035	6.789
Si	15.05	47.773	6.782
Si	12.296	50.531	6.762
Si	15.02	53.287	6.785
Si	12.304	56.066	6.746
Si	15.013	58.802	6.754
Si	12.274	61.44	6.739
Si	14.998	64.184	6.743
Si	16.372	2.721	8.153
Si	2.736	65.585	8.155
Si	16.391	8.207	8.136
Si	2.745	5.459	8.155
Si	0.008	13.665	8.133
Si	2.728	10.936	8.123
Si	16.389	19.146	8.157
Si	2.727	16.394	8.149
Si	0.002	24.611	8.222
Si	2.687	21.878	8.186
Si	0.038	30.085	8.253
Si	2.721	27.356	8.247
Si	0.039	35.546	8.22
Si	2.783	32.802	8.248
Si	0.016	41.014	8.202
Si	2.783	38.276	8.214
Si	0.014	46.439	8.181
Si	2.756	43.726	8.18
Si	16.401	51.895	8.133
Si	2.742	49.15	8.173
Si	16.391	57.411	8.119
Si	2.752	54.629	8.128
Si	16.385	62.853	8.126
Si	2.715	60.136	8.107
Si	5.468	2.709	8.156
Si	8.182	65.576	8.135
Si	5.485	8.203	8.126
Si	8.199	5.45	8.135
Si	5.46	13.673	8.137
Si	8.205	10.945	8.118
Si	5.42	19.141	8.18
Si	8.177	16.405	8.169
Si	5.44	24.635	8.236
Si	8.181	21.896	8.229
Si	5.485	30.098	8.251
Si	8.201	27.392	8.236
Si	5.515	35.541	8.256
Si	8.23	32.834	8.257
Si	5.514	41.005	8.18
Si	8.243	38.28	8.233
Si	5.488	46.435	8.151
Si	8.243	43.706	8.147
Si	5.48	51.887	8.155
Si	8.205	49.162	8.132
Si	5.486	57.369	8.125
Si	8.204	54.645	8.144
Si	5.472	62.848	8.121
Si	8.221	60.106	8.107
Si	10.899	2.706	8.11
Si	13.64	65.571	8.109
Si	10.934	8.204	8.135
Si	13.645	5.473	8.137
Si	10.931	13.664	8.118
Si	13.668	10.925	8.142
Si	10.943	19.155	8.185
Si	13.669	16.4	8.131
Si	10.962	24.64	8.242
Si	13.682	21.902	8.213
Si	10.954	30.109	8.253
Si	13.711	27.348	8.255
Si	10.971	35.561	8.234
Si	13.705	32.83	8.232
Si	10.962	40.994	8.207
Si	13.682	38.279	8.219
Si	10.95	46.427	8.13
Si	13.691	43.71	8.197
Si	10.936	51.911	8.132
Si	13.673	49.16	8.132
Si	10.935	57.393	8.138
Si	13.656	54.675	8.13
Si	10.928	62.824	8.123
Si	13.65	60.127	8.146
Si	1.357	4.087	9.5
Si	4.097	1.345	9.516
Si	1.357	9.571	9.493
Si	4.111	6.836	9.498
Si	1.357	15.032	9.51
Si	4.088	12.299	9.493
Si	1.338	20.505	9.546
Si	4.07	17.763	9.533
Si	1.361	25.981	9.594
Si	4.065	23.246	9.558
Si	1.401	31.456	9.612
Si	4.105	28.729	9.598
Si	1.4	36.924	9.585
Si	4.132	34.188	9.613
Si	1.39	42.374	9.567
Si	4.144	39.655	9.573
Si	1.379	47.799	9.553
Si	4.125	45.088	9.547
Si	1.377	53.263	9.501
Si	4.109	50.529	9.529
Si	1.364	58.764	9.493
Si	4.117	56.002	9.5
Si	1.355	64.216	9.499
Si	4.097	61.484	9.487
Si	6.834	4.084	9.505
Si	9.549	1.34	9.493
Si	6.838	9.574	9.488
Si	9.566	6.822	9.49
Si	6.81	15.034	9.519
Si	9.563	12.303	9.492
Si	6.799	20.507	9.545
Si	9.554	17.779	9.519
Si	6.828	26.007	9.58
Si	9.566	23.267	9.571
Si	6.852	31.471	9.615
Si	9.573	28.749	9.606
Si	6.875	36.922	9.608
Si	9.598	34.208	9.611
Si	6.875	42.369	9.552
Si	9.597	39.652	9.597
Si	6.849	47.805	9.524
Si	9.594	45.077	9.53
Si	6.846	53.266	9.515
Si	9.575	50.535	9.505
Si	6.851	58.745	9.49
Si	9.573	56.016	9.508
Si	6.824	64.212	9.506
Si	9.566	61.471	9.502
Si	12.274	4.08	9.476
Si	15.004	1.333	9.488
Si	12.297	9.561	9.504
Si	15.023	6.83	9.496
Si	12.29	15.034	9.489
Si	15.031	12.302	9.496
Si	12.302	20.525	9.551
Si	15.02	17.772	9.51
Si	12.321	26.001	9.607
Si	15.037	23.259	9.587
Si	12.328	31.477	9.605
Si	15.061	28.731	9.61
Si	12.328	36.926	9.608
Si	15.067	34.198	9.6
Si	12.327	42.358	9.577
Si	15.053	39.652	9.579
Si	12.309	47.798	9.514
Si	15.051	45.084	9.561
Si	12.303	53.285	9.502
Si	15.038	50.53	9.512
Si	12.299	58.751	9.516
Si	15.04	56.028	9.499
Si	12.289	64.204	9.489
Si	15.028	61.489	9.505
Si	16.388	65.591	10.857
Si	2.721	2.716	10.865
Si	16.384	5.452	10.856
Si	2.717	8.189	10.851
Si	16.383	10.925	10.861
Si	2.717	13.657	10.867
Si	16.386	16.401	10.871
Si	2.712	19.139	10.897
Si	16.401	21.88	10.927
Si	2.732	24.618	10.944
Si	0.016	27.359	10.965
Si	2.759	30.096	10.978
Si	0.029	32.832	10.966
Si	2.762	35.565	10.966
Si	0.025	38.293	10.951
Si	2.762	41.015	10.939
Si	0.019	43.732	10.942
Si	2.754	46.444	10.925
Si	0.003	49.175	10.905
Si	2.739	51.901	10.89
Si	0.009	54.645	10.863
Si	2.741	57.384	10.857
Si	16.402	60.125	10.871
Si	2.733	62.853	10.863
Si	5.464	65.585	10.874
Si	8.194	2.71	10.865
Si	5.459	5.451	10.861
Si	8.188	8.186	10.849
Si	5.449	10.922	10.851
Si	8.183	13.658	10.86
Si	5.445	16.399	10.884
Si	8.184	19.141	10.888
Si	5.446	21.884	10.909
Si	8.2	24.636	10.932
Si	5.474	27.367	10.958
Si	8.216	30.11	10.98
Si	5.495	32.836	10.988
Si	8.234	35.568	10.986
Si	5.499	38.296	10.961
Si	8.226	41.019	10.955
Si	5.497	43.73	10.922
Si	8.221	46.444	10.9
Si	5.481	49.167	10.901
Si	8.213	51.899	10.887
Si	5.477	54.635	10.883
Si	8.207	57.382	10.88
Si	5.473	60.115	10.856
Si	8.199	62.847	10.868
Si	10.925	65.583	10.853
Si	13.642	2.712	10.847
Si	10.919	5.444	10.854
Si	13.65	8.183	10.864
Si	10.917	10.925	10.857
Si	13.651	13.664	10.856
Si	10.923	16.399	10.863
Si	13.666	19.14	10.891
Si	10.933	21.889	10.916
Si	13.68	24.626	10.954
Si	10.946	27.375	10.954
Si	13.69	30.103	10.964
Si	10.962	32.84	10.976
Si	13.699	35.565	10.971
Si	10.96	38.293	10.976
Si	13.69	41.009	10.963
Si	10.954	43.73	10.934
Si	13.675	46.452	10.918
Si	10.944	49.171	10.885
Si	13.673	51.91	10.876
Si	10.938	54.645	10.881
Si	13.673	57.385	10.879
Si	10.933	60.118	10.883
Si	13.664	62.859	10.87
Si	1.352	1.349	12.227
Si	4.088	4.084	12.227
Si	1.348	6.819	12.218
Si	4.078	9.553	12.215
Si	1.341	12.291	12.225
Si	4.074	15.027	12.233
Si	1.34	17.77	12.245
Si	4.078	20.513	12.261
Si	1.363	23.249	12.293
Si	4.103	25.989	12.303
Si	1.382	28.728	12.325
Si	4.12	31.47	12.341
Si	1.39	34.205	12.334
Si	4.126	36.938	12.334
Si	1.391	39.661	12.322
Si	4.127	42.38	12.31
Si	1.388	45.093	12.311
Si	4.123	47.809	12.29
Si	1.379	50.536	12.274
Si	4.113	53.266	12.258
Si	1.38	56.012	12.237
Si	4.11	58.749	12.236
Si	1.369	61.493	12.238
Si	4.094	64.224	12.238
Si	6.829	1.348	12.235
Si	9.557	4.079	12.226
Si	6.821	6.818	12.22
Si	9.547	9.551	12.215
Si	6.808	12.289	12.215
Si	9.545	15.032	12.218
Si	6.811	17.772	12.239
Si	9.549	20.514	12.251
Si	6.82	23.256	12.27
Si	9.568	26.002	12.298
Si	6.841	28.735	12.326
Si	9.588	31.477	12.342
Si	6.86	34.207	12.352
Si	9.593	36.938	12.353
Si	6.858	39.663	12.334
Si	9.59	42.383	12.327
Si	6.861	45.093	12.296
Si	9.587	47.808	12.274
Si	6.851	50.532	12.267
Si	9.579	53.269	12.256
Si	6.844	56.007	12.252
Si	9.57	58.751	12.253
Si	6.832	61.485	12.24
Si	9.564	64.224	12.233
Si	12.286	1.347	12.223
Si	15.014	4.078	12.215
Si	12.282	6.809	12.222
Si	15.013	9.552	12.222
Si	12.277	12.295	12.217
Si	15.008	15.034	12.224
Si	12.281	17.771	12.233
Si	15.025	20.508	12.265
Si	12.296	23.255	12.285
Si	15.043	25.996	12.315
Si	12.314	28.74	12.321
Si	15.057	31.469	12.328
Si	12.327	34.206	12.342
Si	15.061	36.938	12.336
Si	12.323	39.659	12.347
Si	15.056	42.378	12.329
Si	12.318	45.094	12.309
Si	15.046	47.814	12.291
Si	12.313	50.538	12.258
Si	15.05	53.274	12.246
Si	12.309	56.012	12.248
Si	15.04	58.757	12.242
Si	12.301	61.495	12.241
Si	15.029	64.232	12.233
Si	16.384	2.718	13.589
Si	2.727	65.602	13.598
Si	16.37	8.174	13.583
Si	2.707	5.446	13.585
Si	16.366	13.656	13.582
Si	2.697	10.908	13.579
Si	16.392	19.142	13.619
Si	2.708	16.398	13.593
Si	0.01	24.624	13.659
Si	2.734	21.884	13.643
Si	0.019	30.099	13.688
Si	2.749	27.358	13.676
Si	0.024	35.571	13.703
Si	2.752	32.84	13.703
Si	0.025	41.02	13.703
Si	2.758	38.306	13.702
Si	0.015	46.457	13.677
Si	2.757	43.737	13.688
Si	0.008	51.907	13.636
Si	2.749	49.173	13.656
Si	0.011	57.386	13.603
Si	2.745	54.641	13.619
Si	0.004	62.874	13.599
Si	2.745	60.129	13.603
Si	5.457	2.718	13.593
Si	8.204	65.601	13.602
Si	5.433	8.173	13.575
Si	8.18	5.442	13.584
Si	5.436	13.648	13.581
Si	8.163	10.909	13.571
Si	5.453	19.145	13.607
Si	8.176	16.394	13.585
Si	5.471	24.62	13.656
Si	8.192	21.886	13.62
Si	5.484	30.102	13.698
Si	8.21	27.362	13.677
Si	5.488	35.578	13.714
Si	8.225	32.84	13.717
Si	5.487	41.028	13.699
Si	8.219	38.305	13.718
Si	5.491	46.45	13.671
Si	8.218	43.745	13.696
Si	5.479	51.895	13.635
Si	8.214	49.165	13.646
Si	5.477	57.381	13.617
Si	8.212	54.636	13.626
Si	5.471	62.866	13.607
Si	8.207	60.129	13.617
Si	10.925	2.716	13.594
Si	13.665	65.607	13.596
Si	10.9	8.17	13.578
Si	13.645	5.439	13.587
Si	10.9	13.657	13.578
Si	13.629	10.912	13.576
Si	10.917	19.14	13.6
Si	13.643	16.401	13.593
Si	10.937	24.63	13.647
Si	13.668	21.883	13.626
Si	10.952	30.1	13.696
Si	13.681	27.368	13.674
Si	10.961	35.571	13.716
Si	13.692	32.831	13.699
Si	10.951	41.027	13.715
Si	13.694	38.298	13.716
Si	10.944	46.457	13.675
Si	13.684	43.741	13.7
Si	10.943	51.899	13.631
Si	13.672	49.18	13.655
Si	10.944	57.384	13.618
Si	13.68	54.642	13.614
Si	10.941	62.873	13.606
Si	13.676	60.134	13.606
Si	1.343	4.084	14.959
Si	4.093	1.36	14.968
Si	1.328	9.54	14.946
Si	4.069	6.809	14.95
Si	1.329	15.028	14.938
Si	4.059	12.279	14.935
Si	1.357	20.514	14.985
Si	4.076	17.773	14.948
Si	1.377	25.988	15.025
Si	4.1	23.253	15.013
Si	1.38	31.467	15.057
Si	4.109	28.729	15.043
Si	1.387	36.943	15.07
Si	4.115	34.208	15.074
Si	1.395	42.383	15.076
Si	4.119	39.674	15.079
Si	1.393	47.812	15.047
Si	4.128	45.095	15.059
Si	1.388	53.269	15
Si	4.129	50.526	15.026
Si	1.375	58.763	14.969
Si	4.115	56.006	14.99
Si	1.359	64.249	14.972
Si	4.1	61.509	14.977
Si	6.82	4.082	14.963
Si	9.564	1.364	14.974
Si	6.793	9.54	14.933
Si	9.538	6.804	14.95
Si	6.8	15.023	14.935
Si	9.518	12.286	14.926
Si	6.817	20.518	14.971
Si	9.532	17.773	14.943
Si	6.837	25.987	15.024
Si	9.558	23.257	14.985
Si	6.849	31.465	15.069
Si	9.58	28.724	15.047
Si	6.847	36.947	15.091
Si	9.591	34.209	15.086
Si	6.846	42.392	15.077
Si	9.579	39.671	15.094
Si	6.862	47.806	15.043
Si	9.582	45.108	15.074
Si	6.853	53.257	15.001
Si	9.583	50.527	15.012
Si	6.845	58.755	14.986
Si	9.584	56.009	14.989
Si	6.837	64.243	14.974
Si	9.576	61.512	14.977
Si	12.287	4.078	14.968
Si	15.024	1.364	14.973
Si	12.255	9.543	14.937
Si	15.002	6.809	14.954
Si	12.257	15.034	14.938
Si	14.986	12.285	14.933
Si	12.285	20.514	14.959
Si	15.006	17.774	14.957
Si	12.306	25.994	15.015
Si	15.033	23.251	14.993
Si	12.325	31.462	15.063
Si	15.053	28.727	15.042
Si	12.324	36.935	15.088
Si	15.059	34.197	15.063
Si	12.313	42.393	15.092
Si	15.058	39.667	15.086
Si	12.312	47.819	15.047
Si	15.058	45.101	15.071
Si	12.319	53.269	14.988
Si	15.049	50.54	15.022
Si	12.313	58.767	14.974
Si	15.05	56.017	14.975
Si	12.304	64.251	14.972
Si	15.038	61.516	14.968

Results
total energy: -472990.774 eV
total energy less fixed offsets of O -438.35, Si -107.03 eV per atom: 24.626 eV

Forces (eV/angstrom) on atoms 555 to 1835 of the 2364, counted in the order above; the others are left out for length: element, x, y, z
Si	-0.003	-0.046	0.003
Si	0.035	0.02	0.021
Si	0.048	0.055	-0.014
Si	0.012	0.001	0.004
Si	0.067	0.064	0.009
Si	-0.01	-0.039	-0.011
Si	-0.033	0.03	0.006
Si	0.01	-0.027	0.06
Si	0.015	-0.053	0.02
Si	-0.075	-0.017	0.043
Si	-0.029	0.002	0.016
Si	-0.003	0.069	0.042
Si	-0.032	-0.047	-0.025
Si	-0.034	-0.005	0.051
Si	0.04	0.056	0.016
Si	-0.023	-0.01	-0.005
Si	-0.029	0.003	-0.005
Si	-0.011	0.037	0.023
Si	0.027	0.043	-0.039
Si	-0.008	0	0.009
Si	-0.012	-0.033	0.073
Si	-0.036	-0.041	0.055
Si	-0.022	-0.046	0.008
Si	-0.065	0.014	0.003
Si	-0.022	-0.113	0.093
Si	0.006	-0.071	0.174
Si	0.112	-0.005	0.015
Si	-0.037	0.098	0.067
Si	-0.072	0.096	-0.047
Si	-0.022	0.023	-0.065
Si	-0.006	0.04	0.055
Si	0.054	0.17	0.253
Si	-0.025	0.021	0.01
Si	-0.002	0.002	-0.055
Si	0.001	-0.107	0.092
Si	-0.025	-0.065	0.028
Si	-0.033	0.012	0.104
Si	0.054	0.044	0.04
Si	-0.093	-0.022	0.136
Si	-0.187	-0.014	0.053
Si	0.038	-0.065	0.068
Si	0.085	-0.111	0.054
Si	0.067	-0.021	0.211
Si	-0.157	0.036	0.176
Si	0.029	0.091	-0.053
Si	0.077	0.036	0.134
Si	0.003	-0.086	0.073
Si	-0.041	-0.081	0.01
Si	0.069	-0.098	0.033
Si	0.08	0.04	0.119
Si	-0.091	0.071	0.006
Si	0.119	0.057	0.059
Si	-0.026	-0.043	0.017
Si	-0.113	0.062	0.084
Si	0.039	-0.228	-0.141
Si	0.078	0.003	-0.04
Si	-0.082	-0.102	0.249
Si	-0.043	-0.124	0.205
Si	0.053	0.19	-0.024
Si	0.036	0.071	0.087
Si	-0.036	0.074	-0.02
Si	0.02	0.031	-0.062
Si	0.024	0.013	0.131
Si	-0.035	-0.056	0.079
Si	0.122	0.148	0.024
Si	0.004	0.008	0.158
Si	0.031	0.025	-0.015
Si	0.013	0.052	0.015
Si	0.072	-0.109	0.037
Si	-0.075	0.028	0.034
Si	-0.031	0.131	0.034
Si	0.035	-0.036	0.1
Si	-0.052	0.184	-0.059
Si	-0.046	0.06	0.077
Si	-0.013	0.104	-0.014
Si	0.039	-0.034	0.025
Si	-0.111	0.057	0.037
Si	-0.029	-0.073	0.052
Si	0.024	-0.054	-0.008
Si	-0.02	-0.049	0.014
Si	0.086	0.002	0.073
Si	0	0.085	0.103
Si	-0.075	0.023	-0.03
Si	0.034	-0.007	-0.031
Si	-0.055	-0.148	-0.019
Si	0.011	0.025	0.015
Si	0.013	0.022	0.017
Si	-0.068	-0.002	-0.026
Si	-0.007	-0.046	0.054
Si	0.101	0.118	0.177
Si	0.018	-0.059	0.01
Si	-0.068	0.002	-0.047
Si	-0.002	-0.06	0.042
Si	-0.015	-0.033	0.117
Si	0.08	-0.078	0.028
Si	0.047	0.134	0.178
Si	0.031	0.214	0.128
Si	0.058	-0.021	-0.149
Si	-0.148	-0.091	-0.183
Si	0.028	-0.002	-0.007
Si	-0.064	-0.058	-0.067
Si	0.012	0.12	-0.095
Si	-0.128	0.058	-0.058
Si	0.021	0.098	-0.346
Si	0.064	-0.091	-0.005
Si	0.096	0.068	0.194
Si	-0.074	0.06	-0.011
Si	-0.001	0.097	0.106
Si	-0.081	0.074	0.123
Si	-0.122	0.004	-0.063
Si	0.295	-0.027	-0.102
Si	-0.113	-0.069	0.148
Si	0.027	0.031	-0.119
Si	0.096	-0.105	-0.088
Si	0.165	0.256	-0.224
Si	-0.125	-0.045	-0.175
Si	-0.066	0.065	-0.063
Si	0.065	-0.064	0.069
Si	-0.046	0.041	-0.038
Si	-0.011	-0.015	-0.053
Si	-0.235	-0.033	0.202
Si	0.044	0.019	0.081
Si	-0.041	-0.002	-0.038
Si	-0.11	0.105	-0.161
Si	0.13	-0.069	-0.051
Si	0.05	-0.028	-0.016
Si	-0.088	-0.031	0.164
Si	0.057	0.039	0.067
Si	-0.062	0.095	-0.272
Si	0.125	-0.104	-0.083
Si	-0.133	-0.162	-0.277
Si	0.078	0.016	-0.161
Si	0.058	-0.013	-0.018
Si	0.006	0.169	0.145
Si	0.067	-0.042	-0.027
Si	-0.034	0.056	-0.034
Si	-0.064	-0.091	0.048
Si	-0.009	-0.069	-0.033
Si	0.01	-0.042	-0.079
Si	0.062	0.028	-0.311
Si	-0.142	0.131	-0.054
Si	0.135	-0.103	-0.038
Si	0.123	-0.149	-0.067
Si	-0.039	0.118	-0.066
Si	-0.044	0.051	0.005
Si	0.008	-0.018	0.043
Si	-0.015	-0.048	-0.191
Si	0.118	0.043	-0.091
Si	-0.04	0.076	-0.104
Si	-0.038	-0.031	-0.052
Si	-0.05	-0.014	0.133
Si	0.035	-0.003	0.076
Si	-0.085	-0.114	-0.029
Si	-0.059	-0.017	-0.041
Si	0.115	-0.07	0.085
Si	0.008	-0.042	-0.065
Si	-0.015	-0.007	-0.079
Si	0.071	-0.205	-0.183
Si	-0.054	-0.036	-0.256
Si	-0.078	0.135	-0.099
Si	0.175	0.207	0.03
Si	-0.256	-0.175	-0.17
Si	0.076	-0.135	0.013
Si	0.05	-0.051	0.086
Si	-0.138	0.025	0.182
Si	-0.175	0.074	0.055
Si	-0.078	0.126	0.132
Si	0.177	-0.072	0.36
Si	-0.018	0.019	0.299
Si	-0.241	-0.035	0.455
Si	-0.03	0.015	0.203
Si	0.038	-0.018	0.202
Si	-0.116	-0.017	0.411
Si	0.158	-0.151	0.145
Si	0.116	-0.191	0.282
Si	-0.137	-0.207	0.33
Si	-0.112	0.043	0.287
Si	0.184	-0.037	0.177
Si	-0.035	0.082	0.278
Si	0.037	-0.063	0.232
Si	-0.098	-0.03	0.209
Si	-0.137	-0.114	0.137
Si	-0.273	0.026	0.577
Si	0.114	-0.052	0.281
Si	-0.154	-0.067	0.26
Si	0.011	0.319	0.244
Si	0.163	-0.041	0.191
Si	0.096	0.241	0.03
Si	0.081	-0.09	0.237
Si	0.207	-0.075	0.094
Si	-0.029	-0.313	0.405
Si	-0.068	-0.01	0.307
Si	0.06	0.249	0.599
Si	0.144	0.13	0.577
Si	-0.017	0.163	0.299
Si	0.056	-0.104	0.408
Si	0.386	0.051	0.397
Si	-0.033	-0.006	0.212
Si	-0.126	-0.029	0.472
Si	0.013	-0.301	0.428
Si	0.139	-0.148	0.3
Si	0.032	-0.092	0.339
Si	0.074	0.058	0.287
Si	-0.061	0.105	0.322
Si	-0.018	0.009	0.241
Si	-0.028	-0.125	0.213
Si	0.146	-0.13	0.175
Si	-0.016	-0.066	0.283
Si	-0.006	-0.045	0.176
Si	-0.064	0.162	0.253
Si	0.073	-0.005	0.338
Si	-0.125	-0.009	0.296
Si	-0.135	0.005	0.183
Si	0.046	0.04	0.144
Si	0.052	-0.01	0.269
Si	-0.027	0.103	0.136
Si	0.028	0.039	0.116
Si	0.108	-0.108	0.237
Si	-0.207	-0.075	0.351
Si	-0.018	-0.018	0.211
Si	0.086	0.053	0.353
Si	0.17	0.223	0.235
Si	0.047	0.069	0.103
Si	-0.152	0.08	0.309
Si	0.007	-0.015	0.119
Si	-0.102	0.068	0.183
Si	0.011	0.08	0.251
Si	-0.042	0.028	0.23
Si	-0.033	0.107	0.216
Si	0.052	-0.12	0.166
Si	-0.029	-0.024	0.327
Si	-0.103	-0.047	0.191
Si	0.023	0.085	0.393
Si	-0.121	-0.296	0.284
Si	-0.067	0.06	0.044
Si	0.125	0.009	0.301
Si	0.076	-0.144	0.208
Si	-0.115	0.168	0.161
Si	0.067	-0.02	-0.353
Si	-0.428	-0.053	-0.418
Si	-0.222	-0.087	-0.006
Si	0.316	0.029	-0.851
Si	-0.086	0.115	0.172
Si	-0.141	0.048	-0.046
Si	0.135	0.073	-0.16
Si	-0.2	-0.132	0.308
Si	0.045	-0.063	-0.155
Si	0.211	-0.111	-0.1
Si	-0.053	0.059	0.075
Si	-0.073	0.077	-0.179
Si	-0.071	-0.256	-0.285
Si	0.198	0.075	-0.131
Si	-0.046	0.124	0.081
Si	-0.199	0.245	-0.188
Si	0.885	-0.407	-0.674
Si	-0.169	-0.141	-0.296
Si	0.047	-0.017	0.66
Si	0.145	0.461	0.071
Si	-0.144	-0.038	0.385
Si	-0.024	0.01	0.38
Si	0.033	0.173	0.068
Si	0.069	-0.131	0.051
Si	-0.205	-0.055	-0.946
Si	0.071	0.043	-0.131
Si	-0.115	0.132	-0.635
Si	0.002	0.198	-0.047
Si	0.083	-0.112	-0.108
Si	0.177	-0.03	-0.169
Si	-0.558	0.728	-0.806
Si	0.363	-0.395	-0.154
Si	0.01	-0.016	-0.295
Si	0.073	-0.226	-0.271
Si	0.063	-0.195	-0.096
Si	-0.027	0.022	-0.038
Si	0.311	0.183	0.278
Si	0.004	0.087	0.242
Si	0.132	0.214	-0.076
Si	-0.004	-0.107	0.256
Si	-0.159	0.157	-0.356
Si	-0.064	-0.029	-0.198
Si	0.022	0.359	-0.087
Si	-0.141	-0.074	0.082
Si	-0.137	-0.135	0.343
Si	-0.125	-0.108	0.437
Si	-0.049	-0.191	0.004
Si	-0.072	0.005	0.247
Si	0.044	0.171	-0.159
Si	0.071	0.104	-0.018
Si	0.048	0.007	0.087
Si	-0.063	0.069	-0.357
Si	-0.014	0.053	0.413
Si	0.117	0.191	0.156
Si	-0.034	-0.229	-0.36
Si	0.244	-0.145	-0.052
Si	-0.053	0.008	-0.121
Si	0.084	0.276	-0.452
Si	0.037	0.072	-0.007
Si	0.064	0.036	-0.165
Si	-0.122	-0.035	0.218
Si	-0.024	0.002	-0.043
Si	0.071	-0.154	0.047
Si	0.044	0.099	0.022
Si	0.113	-0.044	0.004
Si	-0.077	-0.072	0.434
Si	-0.145	0.359	-0.516
Si	-0.155	0.286	-0.413
Si	0.027	-0.172	0.18
Si	0.18	0.035	0.147
Si	0.145	-0.351	-0.196
Si	0.172	-0.19	-0.145
Si	-0.253	-0.347	0.201
Si	-0.128	-0.071	0.284
Si	0.024	-0.126	0.441
Si	0.113	0.188	0.026
Si	0.085	-0.03	-0.186
Si	-0.01	0.03	0.327
Si	0.201	-0.193	0.293
Si	0.161	-0.048	0.228
Si	-0.009	-0.07	0.037
Si	0.015	-0.055	0.205
Si	0.104	-0.1	0.604
Si	0.067	0.168	0
Si	-0.003	-0.196	-0.349
Si	0.104	-0.115	0.282
Si	0.131	-0.178	0.431
Si	-0.021	0.156	0.285
Si	-0.034	-0.041	0.232
Si	0.019	-0.056	0.393
Si	-0.218	-0.095	0.183
Si	0.144	-0.068	-0.091
Si	0.071	-0.023	0.141
Si	-0.026	0.04	0.539
Si	0.134	0.063	-0.077
Si	0.013	-0.012	0.148
Si	0.11	0.106	0.108
Si	-0.163	-0.056	0.102
Si	0.104	-0.074	0.18
Si	-0.09	-0.004	0.4
Si	0.048	0.049	0.216
Si	0.01	0.055	0.472
Si	-0.177	0.093	0.513
Si	-0.006	0.004	0.435
Si	0.311	-0.057	0.545
Si	-0.092	-0.03	0.021
Si	0.14	-0.184	0.197
Si	0.026	0.056	0.283
Si	0.084	0.15	0.367
Si	-0.091	0.033	0.269
Si	0.026	-0.119	0.295
Si	-0.098	-0.102	-0.524
Si	-0.053	-0.054	0.49
Si	0.283	0.05	0.458
Si	0.027	-0.034	0.182
Si	0.045	-0.089	0.008
Si	-0.088	0.06	0.366
Si	-0.075	-0.053	0.328
Si	0.084	-0.045	0.17
Si	-0.075	-0.237	0.123
Si	0.074	-0.032	0.335
Si	0.026	0.116	0.306
Si	0.104	-0.084	0.49
Si	-0.022	-0.053	0.211
Si	-0.164	-0.133	0.311
Si	0.049	0.123	0.278
Si	0.116	-0.037	0.101
Si	-0.095	-0.051	0.241
Si	-0.18	-0.052	-0.22
Si	-0.029	-0.031	0.105
Si	-0.201	0.221	0.602
Si	-0.118	0.045	0.145
Si	-0.095	0.044	0.09
Si	0.014	-0.182	-0.081
Si	-0.11	0.002	0.307
Si	-0.034	0.141	-0.175
Si	0.05	-0.016	-0.054
Si	0.057	0.082	-0.008
Si	-0.057	-0.102	-0.006
Si	-0.173	-0.141	0.217
Si	0.075	-0.019	-0.144
Si	-0.179	0.152	0.371
Si	-0.191	0.045	0.343
Si	-0.211	0.195	0.512
Si	-0.15	-0.074	-0.157
Si	-0.032	0.032	-0.088
Si	-0.026	-0.095	-0.075
Si	-0.063	0.002	0.227
Si	0.21	0.048	0.316
Si	-0.059	-0.067	0.292
Si	-0.12	0.167	0.41
Si	0.093	0.107	-0.001
Si	-0.068	-0.085	-0.103
Si	-0.007	0.076	0.212
Si	-0.026	0.158	-0.425
Si	-0.205	-0.06	-0.375
Si	-0.065	0.101	-0.308
Si	-0.012	0.043	-0.015
Si	0.024	-0.002	0.292
Si	0.103	0.052	-0.045
Si	-0.212	-0.009	0.315
Si	0.067	-0.102	0.52
Si	0.018	-0.053	0.365
Si	-0.078	0.119	-0.023
Si	0.067	-0.087	0.074
Si	0.037	0.029	0.185
Si	-0.042	-0.083	0.226
Si	0.214	0.08	0.145
Si	-0.103	-0.18	0.361
Si	-0.094	-0.021	0.453
Si	-0.039	0.068	0.417
Si	-0.004	-0.096	0.15
Si	-0.057	0.132	0.394
Si	-0.168	-0.145	0.034
Si	0.003	0.119	-0.131
Si	0.09	0.023	0.36
Si	0.02	0.099	0.086
Si	-0.017	0.032	0.081
Si	0.153	0.211	0.073
Si	0.028	-0.042	0.332
Si	-0.037	0.162	0.017
Si	0.012	0.044	-0.224
Si	-0.084	-0.008	0.002
Si	-0.117	-0.199	0.096
Si	-0.059	-0.016	0.019
Si	-0.167	-0.079	-0.257
Si	-0.038	0	-0.346
Si	-0.042	-0.009	-0.079
Si	-0.102	-0.069	0.383
Si	0.027	-0.037	-0.464
Si	0.038	-0.183	-0.354
Si	-0.152	-0.082	0.54
Si	-0.109	0.143	-0.171
Si	0.22	0.304	0.263
Si	0.146	0.091	0.078
Si	-0.139	0.001	0.224
Si	0.067	0.135	0.214
Si	0.024	-0.093	0.044
Si	0.166	-0.055	0.415
Si	0.062	-0.032	0.302
Si	-0.275	0.221	-0.166
Si	-0.298	-0.126	-0.453
Si	0.088	-0.067	-0.181
Si	-0.098	-0.092	0.202
Si	-0.037	0.019	-0.324
Si	0.111	0.181	0.279
Si	-0.011	-0.086	0.312
Si	0.105	0.127	-0.495
Si	-0.013	0.172	-0.091
Si	0.03	-0.017	0.146
Si	0.007	-0.043	-0.236
Si	-0.059	-0.004	-0.178
Si	0.126	-0.07	0.253
Si	-0.081	-0.058	-0.323
Si	0.131	-0.156	-0.372
Si	-0.032	-0.019	0.009
Si	-0.028	-0.038	-0.452
Si	0.249	-0.085	-0.309
Si	-0.097	0.023	0.385
Si	0.268	-0.09	-0.258
Si	-0.163	0.082	-0.428
Si	-0.039	-0.116	0.035
Si	-0.045	-0.189	-0.435
Si	-0.082	0.012	-0.006
Si	-0.034	0.031	0.133
Si	0.042	-0.223	-0.291
Si	0.009	-0.118	0.086
Si	0.118	0.032	0.11
Si	0.018	-0.058	-0.09
Si	0.047	-0.005	-0.02
Si	0.101	-0.063	0.005
Si	0.062	-0.134	-0.287
Si	-0.003	-0.176	-0.001
Si	-0.063	-0.05	0.254
Si	-0.02	0.214	-0.044
Si	0.015	0.061	-0.017
Si	-0.09	-0.003	-0.312
Si	0.036	0.089	0.109
Si	0.154	-0.102	-0.409
Si	0.113	0.029	-0.428
Si	0.037	-0.243	0.301
Si	-0.005	0.082	-0.279
Si	-0.006	-0.042	0.323
Si	-0.291	-0.052	0.504
Si	0.036	-0.065	0.15
Si	0.159	-0.023	-0.052
Si	0.205	0.019	0.043
Si	-0.134	-0.031	-0.305
Si	0.056	-0.067	-0.04
Si	-0.021	-0.035	-0.043
Si	-0.058	0.003	0.048
Si	0.024	0.064	-0.062
Si	-0.064	0.17	-0.274
Si	-0.232	0.283	-0.386
Si	0.036	0.065	0.105
Si	-0.036	0.043	0.152
Si	-0.053	0.137	-0.315
Si	-0.259	0.132	-0.479
Si	0.102	0.056	0.106
Si	-0.093	-0.057	0.012
Si	-0.14	0.084	0.359
Si	-0.141	0.192	-0.238
Si	-0.008	0.156	-0.078
Si	0.168	-0.128	-0.215
Si	0.045	-0.043	0.206
Si	-0.09	-0.047	0.245
Si	-0.17	0.091	-0.403
Si	-0.095	-0.252	-0.309
Si	-0.193	-0.085	-0.123
Si	0.065	0.064	-0.279
Si	-0.283	0.025	0.016
Si	0.096	0.084	0.24
Si	-0.148	-0.2	-0.315
Si	0.103	0.068	-0.434
Si	0.206	0.146	-0.208
Si	0.021	-0.021	-0.034
Si	-0.041	0.207	-0.492
Si	0.087	0.017	-0.283
Si	-0.13	0.038	-0.288
Si	0.177	-0.094	-0.479
Si	-0.257	0.315	-0.423
Si	0.198	-0.121	-0.182
Si	0.13	0.139	-0.091
Si	0.185	-0.224	-0.366
Si	0.009	0.192	0.015
Si	0.026	-0.125	-0.326
Si	-0.092	-0.007	0.08
Si	0.316	0.169	-0.347
Si	0.333	-0.021	-0.217
Si	0.03	-0.104	-0.335
Si	0.031	-0.043	-0.142
Si	-0.198	0.014	-0.187
Si	-0.005	-0.054	-0.113
Si	0.069	-0.297	0.012
Si	0.018	0.083	-0.435
Si	-0.272	0.139	-0.365
Si	0.067	0.23	-0.13
Si	0.247	-0.121	-0.305
Si	0.101	-0.052	0.011
Si	0.13	-0.085	-0.44
Si	-0.118	0.021	-0.473
Si	-0.104	0.042	-0.459
Si	0.017	0.242	0.428
Si	0.143	0.04	-0.47
Si	-0.12	-0.214	-0.275
Si	-0.183	-0.139	-0.204
Si	-0.115	-0.377	-0.002
Si	-0.094	-0.121	0.225
Si	0.096	0.095	-0.335
Si	-0.104	0.201	-0.126
Si	-0.051	-0.059	0.013
Si	0.052	-0.026	-0.247
Si	-0.25	0.033	-0.336
Si	-0.094	-0.183	-0.255
Si	-0.03	-0.089	-0.193
Si	-0.041	-0.069	-0.22
Si	0.003	0.016	-0.242
Si	-0.039	0.098	0.219
Si	-0.098	0.211	-0.542
Si	-0.123	0.138	-0.385
Si	0.053	0.041	-0.627
Si	-0.146	-0.051	-0.423
Si	-0.139	-0.019	-0.284
Si	-0.021	-0.2	-0.438
Si	-0.05	0.048	-0.261
Si	0.008	-0.097	-0.077
Si	-0.106	-0.3	-0.511
Si	-0.075	-0.009	-0.077
Si	0.037	0.075	-0.277
Si	0.232	-0.145	-0.579
Si	0.245	-0.14	-0.367
Si	0.146	-0.135	0.31
O	0.022	-0.128	0.045
O	0.182	0.372	0.356
O	0.03	-0.051	-0.07
O	0.148	0.109	0.385
O	-0.041	0.1	0.594
O	0.605	-0.007	0.482
O	-0.289	-0.123	0.253
O	-0.053	-0.158	-0.303
O	0.109	-0.11	0.046
O	-0.249	0.108	0.124
O	0.077	0.102	0.224
O	-0.07	0.054	0.117
O	0.007	-0.156	0.381
O	0.049	0.06	0.271
O	0.072	-0.25	-0.088
O	-0.105	-0.17	0.26
O	0.293	0.065	0.068
O	0.036	0.075	0.283
O	-0.036	-0.359	0.4
O	0.279	-0.246	0.285
O	0.048	-0.08	0.401
O	-0.448	-0.167	0.352
O	-0.154	-0.002	0.047
O	-0.123	-0.188	-0.025
O	-0.012	0.152	0.058
O	0.323	-0.31	0.407
O	0.068	0.129	-0.228
O	0.052	0.065	0.259
O	-0.273	0.43	0.347
O	-0.18	-0.053	0.325
O	-0.179	0.072	0.468
O	0.045	-0.382	0.138
O	-0.393	-0.192	0.093
O	0.12	0.028	0.503
O	0.019	0.063	0.237
O	-0.164	-0.296	0.24
O	0.147	0.314	-0.035
O	0.232	-0.235	0.506
O	0.036	0.081	0.076
O	-0.116	-0.236	0.263
O	-0.116	0.027	0.074
O	-0.137	0.293	0.316
O	-0.036	0.055	0.023
O	-0.068	0.184	-0.087
O	0.01	-0.105	-0.082
O	-0.172	-0.381	0.261
O	-0.275	-0.14	0.167
O	0.253	-0.013	0.192
O	0.386	0.088	0.102
O	0.061	-0.2	-0.059
O	0.148	0.08	0.103
O	0.136	-0.173	-0.117
O	0.133	0.072	0.39
O	-0.032	0.253	0.266
O	-0.06	-0.037	-0.174
O	-0.074	-0.026	0.272
O	-0.316	0.246	0.547
O	-0.074	0.174	0.361
O	0.025	0.334	0.086
O	0.094	-0.22	0.194
O	0.174	-0.086	0.097
O	-0.266	0.112	0.531
O	0.118	-0.339	0.075
O	0.064	0.116	-0.264
O	-0.114	-0.139	0.066
O	-0.179	0.043	0.706
O	0.014	-0.128	0.642
O	0.068	0.025	0.622
O	0.179	0.282	0.306
O	-0.111	0.058	0.298
O	0.133	0.237	0.076
O	-0.248	-0.088	0.318
O	-0.271	-0.181	0.333
O	0.352	-0.261	0.391
O	-0.052	0.028	0.084
O	0.044	-0.087	0.038
O	0.214	-0.306	0.54
O	0.082	-0.174	0.37
O	-0.381	0.126	0.185
O	-0.282	0.164	0.118
O	-0.19	0.28	0.519
O	0.161	-0.159	0.063
O	-0.024	-0.104	0.47
O	-0.01	-0.074	0.6
O	0.194	-0.046	0.103
O	0.025	0.222	0.408
O	-0.074	-0.256	0.214
O	0.257	0.27	0.568
O	-0.203	-0.002	-0.182
O	-0.185	-0.099	0.001
O	0.151	0.411	-0.121
O	0.007	-0.099	0.652
O	-0.054	0.048	-0.31
O	-0.186	-0.057	0.066
O	0.111	-0.149	0.137
O	0.352	-0.353	0.495
O	-0.3	0.502	0.343
O	-0.207	0.203	-0.29
O	0.03	-0.199	0.297
O	-0.059	-0.033	-0.069
O	-0.126	0.099	0.324
O	0.268	0.145	0.232
O	0.173	-0.35	0.29
O	0.086	-0.094	0.122
O	0.295	0.106	-0.071
O	0.056	0.295	-0.165
O	0.324	-0.132	0.228
O	-0.083	-0.112	-0.073
O	0.285	-0.074	0.212
O	0.227	-0.293	-0.024
O	0.075	0.158	-0.013
O	0.186	-0.114	0.462
O	-0.107	-0.071	0.332
O	0.02	-0.072	0.36
O	-0.292	0.028	0.147
O	-0.037	-0.137	0.279
O	0.071	0.126	0.201
O	0.101	-0.213	0.094
O	-0.17	0.031	0.146
O	0.002	-0.243	0.199
O	0.01	0.192	0.214
O	0.058	0.054	0.445
O	-0.223	-0.177	-0.063
O	-0.029	0.195	0.105
O	0.156	0.19	0.289
O	0.112	-0.002	0.471
O	0.125	-0.085	0.011
O	0.001	-0.057	0.42
O	-0.101	-0.132	0.224
O	0.066	-0.073	0.178
O	-0.436	0.238	0.321
O	-0.191	0.348	0.068
O	0.222	-0.29	0.005
O	-0.081	-0.131	0.281
O	0.101	0.23	0.012
O	0.072	0.158	0.226
O	-0.042	-0.013	0.189
O	0.046	0.484	0.233
O	-0.155	0.112	-0.274
O	-0.016	-0.472	0.131
O	-0.138	-0.204	0.12
O	-0.185	0.375	-0.215
O	0.037	0.263	-0.209
O	0.063	0.096	-0.223
O	0.104	-0.043	-0.076
O	0.299	-0.201	-0.443
O	0.005	0.141	0.036
O	0.225	-0.227	0.013
O	0.078	-0.109	-0.134
O	-0.329	0.091	0.365
O	-0.035	0.381	-0.469
O	0.158	0.13	-0.071
O	0.244	-0.237	-0.186
O	0.273	0.348	0.062
O	-0.032	0.12	-0.68
O	0.256	-0.221	0.232
O	0.223	-0.011	0.078
O	0.079	0.172	0.203
O	0.2	0.142	-0.145
O	-0.308	-0.073	-0.206
O	-0.165	0.124	-0.119
O	0.181	0.043	-0.297
O	0.343	0.134	-0.461
O	-0.181	0.177	0.001
O	-0.103	0.256	0.13
O	0.308	0.049	-0.28
O	0.041	-0.097	-0.071
O	-0.311	0.109	-0.232
O	-0.17	0.172	-0.013
O	-0.192	0.032	-0.149
O	0.397	0.053	-0.148
O	-0.157	-0.267	0.043
O	-0.25	-0.177	-0.286
O	-0.358	0.086	-0.106
O	0.102	0.036	0.007
O	0.067	0.218	-0.207
O	0.241	-0.123	-0.4
O	0.309	-0.157	-0.085
O	-0.136	-0.036	-0.417
O	-0.119	-0.398	-0.086
O	-0.015	-0.147	-0.395
O	-0.045	-0.004	-0.172
O	-0.125	0.182	-0.285
O	-0.018	0.044	-0.199
O	0.076	0.126	-0.611
O	-0.21	-0.115	-0.382
O	-0.053	0.147	-0.536
O	-0.116	-0.076	-0.204
O	0.451	0.149	-0.172
O	0.32	0.236	0.17
O	0.074	0.775	-0.407
O	-0.081	-0.114	-0.304
O	-0.342	-0.141	-0.01
O	0.372	-0.266	-0.425
O	0.164	0.094	-0.137
O	0.154	-0.028	-0.179
O	-0.127	-0.098	-0.077
O	-0.061	-0.178	-0.617
O	-0.338	0.202	0.169
O	0.05	-0.223	-0.15
O	-0.076	0.07	-0.166
O	0.199	-0.087	-0.353
O	0.136	0.122	-0.053
O	0.001	-0.17	-0.331
O	-0.029	-0.076	0.024
O	0.283	0.419	-0.295
O	0.041	-0.256	-0.312
O	0.115	-0.12	-0.333
O	0.288	-0.152	-0.159
O	-0.247	0.365	-0.534
O	-0.278	0.037	-0.373
O	-0.039	-0.111	-0.184
O	0.229	0.48	-0.479
O	0.084	-0.106	0.082
O	-0.289	0.072	-0.157
O	0.223	-0.037	-0.016
O	0.016	0.037	-0.769
O	-0.211	0.199	-0.291
O	-0.372	-0.364	-0.091
O	0.161	0.067	-0.147
O	-0.234	-0.049	-0.324
O	-0.166	0.059	-0.249
O	0.276	0.382	-0.389
O	0.029	0.138	-0.219
O	0.045	0.165	-0.108
O	-0.134	-0.084	-0.445
O	-0.086	-0.06	-0.207
O	-0.113	-0.289	0.062
O	0.008	-0.027	-0.291
O	-0.013	0.079	0.018
O	-0.053	0.092	-0.23
O	0.215	-0.134	-0.575
O	0.314	-0.085	0.136
O	0.116	0.138	-0.285
O	-0.051	0.178	-0.27
O	0.068	-0.017	-0.046
O	0.277	0.373	-0.329
O	0.034	-0.03	-0.045
O	0.31	0.006	-0.151
O	-0.119	-0.191	-0.179
O	0.017	0.067	-0.44
O	0.244	0.163	-0.341
O	-0.08	-0.171	-0.36
O	0.009	-0.059	0.101
O	-0.03	0.034	-0.087
O	-0.052	0.196	-0.616
O	0.232	-0.362	-0.676
O	0.239	-0.048	-0.137
O	-0.092	-0.071	0.048
O	-0.178	0.254	0.242
O	-0.26	-0.131	-0.253
O	0.152	0.059	0.003
O	0.329	0.133	-0.393
O	0.355	0.067	-0.509
O	0.057	0.035	0.01
O	0.218	-0.265	-0.041
O	-0.132	0.045	0.084
O	-0.141	0.023	0.216
O	-0.163	0.335	-0.499
O	-0.069	-0.075	-0.146
O	0.008	0.321	-0.353
O	0.117	0.172	-0.704
O	0.296	-0.013	0.154
O	-0.147	-0.182	0.113
O	0.114	0.531	-0.4
O	0.122	-0.168	-0.038
O	0.107	0.305	-0.237
O	-0.006	-0.349	-0.37
O	0.087	-0.113	-0.142
O	-0.013	0.18	-0.133
O	-0.017	0.041	-0.493
O	0.236	-0.218	-0.597
O	0.051	-0.052	0.34
O	-0.485	-0.473	-0.105
O	0.307	0.096	-0.532
O	0.282	-0.241	-0.493
O	0.158	0.15	-0.081
O	-0.119	0.143	-0.125
O	0.092	0.009	-0.105
O	-0.188	0.051	-0.279
O	0.093	-0.156	-0.273
O	-0.114	-0.033	-0.389
O	0.047	0.091	-0.341
O	-0.027	-0.341	0.024
O	0.111	-0.022	-0.189
O	-0.072	-0.01	0.027
O	-0.065	-0.017	-0.153
O	0.288	-0.028	-0.13
O	0.05	0.023	-0.232
O	0.169	-0.235	0.052
O	0.049	-0.032	-0.468
O	0.078	0.123	-0.132
O	0.176	0.075	0.25
O	0.154	-0.063	-0.086
O	0.092	0.005	0.088
O	0.031	-0.042	-0.149
O	-0.43	0.189	0.031
O	0.016	0.157	0.051
O	0.109	-0.266	0.076
O	-0.124	-0.144	-0.212
O	0.221	0.036	-0.148
O	0.029	-0.141	0.053
O	-0.029	-0.256	-0.117
O	-0.199	-0.092	-0.148
O	-0.093	-0.072	0.147
O	0.236	-0.118	0.207
O	-0.029	-0.35	-0.544
O	-0.252	0.027	0.077
O	-0.025	0.156	0.013
O	-0.079	-0.023	-0.107
O	0.143	-0.105	-0.107
O	0.164	-0.352	-0.665
O	-0.185	0.052	-0.356
O	-0.302	-0.058	-0.233
O	-0.144	-0.077	-0.047
O	0.101	-0.28	-0.341
O	-0.249	-0.188	-0.035
O	-0.182	0.059	0.2
O	-0.184	0.006	-0.202
O	-0.106	-0.127	0.058
O	0.126	0.143	-0.402
O	0.071	-0.134	0.217
O	-0.078	-0.105	0.355
O	-0.119	-0.217	-0.23
O	0.105	0.192	-0.201
O	0.16	0.282	-0.244
O	-0.115	-0.118	0.252
O	0.012	0.185	-0.087
O	-0.098	0.202	-0.472
O	0.124	0.121	-0.067
O	-0.082	-0.14	-0.247
O	-0.163	0.191	-0.259
O	-0.251	0.199	-0.223
O	0.186	0.031	-0.275
O	0.206	0.367	0.447
O	-0.022	-0.014	0.082
O	-0.069	-0.172	-0.051
O	0.098	0.12	-0.12
O	-0.164	0.223	0.155
O	0.047	-0.103	-0.378
O	0.012	-0.027	0.307
O	0.073	-0.252	-0.345
O	0.102	-0.245	-0.225
O	0.287	0.203	-0.325
O	-0.043	0.14	-0.494
O	0.085	-0.185	-0.064
O	0.07	0.054	-0.206
O	-0.075	0.097	-0.204
O	0.124	0.039	-0.352
O	-0.137	0.165	-0.341
O	0.055	-0.084	0.036
O	0.042	-0.026	0.114
O	0.033	0.064	0.207
O	-0.109	-0.028	-0.183
O	-0.168	-0.171	0.173
O	0.067	-0.086	0.065
O	-0.078	-0.249	-0.12
O	0.168	0.157	-0.241
O	0.201	-0.188	0.098
O	0.094	-0.082	-0.391
O	0.369	0.287	-0.321
O	0.194	-0.239	-0.163
O	0.011	0.131	-0.203
O	-0.086	-0.106	-0.109
O	0.238	-0.004	-0.144
O	-0.19	-0.186	0.028
O	-0.257	-0.15	0.113
O	0.305	-0.056	-0.246
O	-0.161	-0.084	-0.02
O	0.071	-0.178	0.202
O	-0.145	-0.197	0.04
O	-0.133	-0.135	-0.145
O	0.306	-0.077	-0.045
O	-0.045	-0.047	-0.267
O	0.308	-0.07	-0.123
O	-0.015	0.163	0.052
O	0.002	0.079	-0.012
O	-0.04	-0.196	-0.231
O	0.011	-0.086	-0.067
O	-0.042	-0.046	-0.211
O	-0.125	-0.235	-0.012
O	-0.043	0.244	-0.335
O	-0.346	-0.032	-0.103
O	0.106	-0.295	0.273
O	0.285	-0.125	-0.014
O	-0.14	0.095	-0.071
O	0.126	-0.255	-0.049
O	0.445	-0.068	0.047
O	0.125	-0.27	-0.124
O	0.069	-0.048	-0.069
O	0.136	-0.262	0.269
O	0.035	0.043	-0.173
O	0.151	0.046	0.01
O	-0.154	0.026	-0.205
O	-0.163	0.216	0.051
O	-0.063	-0.401	-0.139
O	-0.208	0.211	-0.295
O	0.239	-0.245	0.023
O	-0.153	-0.018	-0.238
O	0.217	-0.022	-0.185
O	0.221	0.024	-0.137
O	0.415	0.166	-0.408
O	-0.11	-0.267	-0.271
O	0.019	-0.165	-0.116
O	-0.287	0.332	-0.387
O	0.107	0.091	-0.142
O	-0.054	-0.137	-0.012
O	-0.014	0.234	0.096
O	0.045	-0.162	-0.207
O	-0.36	-0.53	-0.074
O	0.1	0.001	0.15
O	-0.006	-0.019	0.115
O	0.157	0.098	0.015
O	-0.102	0.146	-0.146
O	0.083	0.181	-0.223
O	0.076	-0.068	-0.091
O	0.17	0.022	-0.085
O	0.015	-0.21	0.001
O	-0.039	0.13	0.195
O	-0.16	-0.11	-0.118
O	-0.244	-0.05	0.168
O	0.003	-0.112	-0.281
O	0.286	-0.121	0.061
O	-0.003	0.165	-0.122
O	-0.104	-0.098	-0.134
O	0.294	0.069	0.177
O	0.067	0.11	0.219
O	-0.072	0.02	0.177
O	0.143	0.146	0.11
O	-0.056	-0.188	-0.188
O	0.223	-0.125	0.303
O	0.023	0.14	0.163
O	-0.081	0.214	0.289
O	0.221	-0.086	0.192
O	0.028	-0.057	0.081
O	-0.056	0.003	-0.175
O	0.135	-0.273	-0.102
O	-0.23	0.195	-0.097
O	0.082	0.282	-0.385
O	-0.05	-0.236	0.081
O	0.064	-0.297	-0.089
O	-0.069	-0.178	0.126
O	0.038	0.09	0.013
O	0.095	0.185	-0.007
O	0.004	0.177	0.257
O	-0.138	-0.065	0.342
O	0.138	-0.219	0.111
O	-0.09	-0.09	0.121
O	0.05	-0.225	0.125
O	0.022	0.151	-0.105
O	-0.129	0.115	0.186
O	-0.217	0.133	0.264
O	-0.425	-0.248	0.224
O	-0.041	0.157	0.081
O	-0.016	-0.183	-0.055
O	-0.034	-0.134	0.127
O	0.15	0.081	0.302
O	-0.049	0.015	-0.239
O	-0.155	-0.182	0.166
O	-0.372	0.206	0.114
O	-0.047	-0.273	-0.038
O	-0.259	0.083	-0.261
O	0.049	0.035	0.208
O	-0.01	-0.14	-0.085
O	-0.098	-0.226	0.065
O	0.021	0.008	-0.01
O	-0.083	0.116	-0.355
O	0.2	0.13	0.275
O	0.055	-0.195	-0.198
O	0.189	0.125	0.147
O	-0.149	-0.107	0.139
O	0.19	-0.213	0.104
O	-0.169	0.083	0.172
O	-0.021	0.009	0.047
O	0.258	0.202	0.292
O	-0.127	-0.012	-0.334
O	-0.08	-0.133	-0.089
O	0.04	0.032	-0.131
O	0.362	-0.089	-0.199
O	-0.345	-0.124	0.042
O	-0.036	0.425	-0.176
O	-0.126	-0.137	0.063
O	-0.031	-0.075	-0.371
O	0.201	0.025	0.017
O	0.256	0.143	0.028
O	0.007	0.009	-0.126
O	0.003	-0.1	-0.13
O	0.081	-0.015	-0.069
O	-0.035	0.06	-0.133
O	-0.083	0.179	-0.348
O	0.148	-0.455	0.236
O	0.088	-0.217	0.264
O	-0.085	-0.067	-0.036
O	0.244	-0.234	0.145
O	-0.009	-0.097	-0.129
O	-0.074	-0.153	0.23
O	0.065	0.035	0.177
O	0.098	-0.009	0.096
O	-0.128	-0.051	-0.123
O	-0.007	-0.011	0.263
O	0.163	-0.098	0.015
O	0.075	0.185	0.122
O	0.007	-0.116	-0.023
O	0.228	-0.001	-0.317
O	0.087	0.215	-0.156
O	-0.039	-0.06	-0.06
O	0.133	0.106	0.083
O	-0.088	0.015	-0.078
O	0.438	-0.155	-0.017
O	-0.089	-0.151	-0.104
O	-0.014	0.11	0.009
O	0.169	0.02	-0.053
O	0.212	0.311	0.033
O	-0.122	-0.036	0.029
O	-0.043	-0.015	0.164
O	0.148	0.164	0.177
O	-0.11	0.076	0.234
O	0.054	-0.157	-0.149
O	0.084	0.039	0.012
O	0.028	0.11	0.055
O	-0.109	0.32	-0.46
O	-0.067	-0.114	-0.134
O	-0.022	-0.175	-0.061
O	-0.158	-0.121	-0.215
O	0.108	0.091	0.15
O	0.024	0.252	0.047
O	-0.083	0.05	0.135
O	0.009	0.224	-0.077
O	-0.025	0.104	-0.255
O	-0.045	-0.269	0.026
O	-0.008	0.164	0.052
O	-0.245	-0.128	-0.348
O	-0.026	-0.042	-0.068
O	0.171	0.276	0.174
O	-0.123	-0.046	0.228
O	0.041	0.051	-0.09
O	0.026	0.072	0.155
O	0.338	0.209	0.258
O	0.229	0.285	-0.052
O	-0.165	-0.264	-0.178
O	-0.142	0.051	0.138
O	-0.189	0.24	-0.052
O	-0.276	0.233	0.102
O	-0.064	0.046	-0.019
O	-0.131	0.132	-0.048
O	-0.312	0.125	0.11
O	0.127	0.008	-0.015
O	0.139	-0.038	0.308
O	0.041	0.103	0.07
O	0.053	0.307	0.156
O	-0.219	-0.139	-0.124
O	0.045	0.045	0.239
O	0.214	-0.068	-0.1
O	-0.327	-0.097	0.311
O	0.009	0.105	-0.066
O	-0.238	-0.095	0.354
O	0.042	0.143	0.342
O	-0.095	-0.231	0.285
O	-0.083	-0.244	0.006
O	0.246	-0.26	0.17
O	-0.21	0.403	0.407
O	-0.139	0.086	0.04
O	-0.099	-0.004	0.042
O	-0.106	-0.195	0.466
O	0.092	0.313	0.303
O	0.336	0.206	0.323
O	-0.235	-0.118	0.347
O	0.323	-0.039	0.416
O	-0.15	-0.235	-0.207
O	0.177	-0.369	0.054
O	-0.07	-0.002	0.191
O	-0.194	-0.09	0.05
O	0.111	0.042	0.38
O	-0.011	0.249	0.21
O	-0.1	-0.153	0.293
O	-0.163	-0.024	-0.031
O	0.146	0.478	0.286
O	0.085	0.202	0.192
O	0.197	-0.136	-0.072
O	0.018	-0.13	0.093
O	0.178	-0.048	0.406
O	0.011	-0.089	-0.095
O	0.034	-0.318	-0.134
O	-0.157	0.225	-0.003
O	-0.047	0.242	0.32
O	0.169	0.1	0.253
O	-0.189	-0.128	0.009
O	0.09	-0.017	-0.072
O	-0.103	0.188	0.012
O	0.122	0.158	0.247
O	-0.073	-0.103	-0.203
O	-0.077	-0.074	-0.032
O	0.118	0.167	0.211
O	-0.153	0.082	0.298
O	-0.06	-0.156	-0.055
O	-0.121	0.216	-0.173
O	-0.121	0.33	0.236
O	-0.266	0.028	-0.227
O	0.01	-0.101	-0.123
O	0.022	-0.3	0.068
O	-0.069	0.066	0.019
O	0.063	-0.064	-0.527
O	-0.117	-0.287	0.135
O	0.188	0.296	-0.227
O	0.004	-0.092	-0.044
O	-0.227	0.429	0.258
O	0.088	-0.086	0.286
O	-0.191	-0.124	0.049
O	-0.021	-0.119	0.063
O	0.252	0.246	0.308
O	-0.089	0.084	-0.192
O	0.003	-0.163	0.151
O	0.016	-0.018	0.006
O	0.152	0.105	-0.109
O	0.006	0.097	0.02
O	0.236	0.363	0.22
O	0.063	0.011	0.185
O	-0.136	0.027	0.505
O	-0.328	-0.291	-0.172
O	-0.137	0.259	0.09
O	0.122	-0.068	0.118
O	0.029	-0.122	0.415
O	0.198	-0.113	0.328
O	0.066	0.018	-0.056
O	0.15	0.014	0.158
O	0.141	0.002	0.067
O	0.029	0.071	-0.18
O	0.109	-0.082	0.076
O	0.096	0.121	0.122
O	-0.101	-0.03	0.179
O	0.036	-0.286	0.306
O	-0.104	0.307	0.35
O	0.016	0.204	0.04
O	-0.082	-0.054	-0.189
O	0.357	0.096	0.417
O	-0.13	0.119	0.074
O	-0.019	-0.294	-0.194
O	-0.033	0.303	0.374
O	0.246	-0.101	0.298
O	0.166	0.037	-0.033
O	-0.122	-0.217	0.137
O	0.176	0.072	0.189
O	-0.106	-0.198	0.291
O	-0.236	0.191	0.226
O	0.06	0.26	0.325
O	-0.049	0.082	0.447
O	0.273	-0.145	0.174
O	0.063	0.233	0.383
O	0.14	0.05	-0.02
O	0.01	-0.367	-0.046
O	0.026	0.059	0.262
O	0.015	-0.285	0.031
O	0.065	0.016	0.072
O	0.397	-0.069	-0.081
O	-0.081	0.183	0.145
O	0.009	0.351	0.003
O	0.043	0.203	-0.044
O	0.159	-0.167	-0.417
O	-0.039	-0.035	0.019
O	-0.106	0.112	-0.264
O	-0.027	-0.236	-0.027
O	0.106	0.163	-0.088
O	0.132	-0.251	0.204
O	0.439	0.023	-0.015
Si	0.016	0.114	0.018
Si	-0.005	0.024	0.003
Si	0.004	0.004	0.035
Si	-0.046	-0.019	-0.029
Si	0.007	0.011	-0.032
Si	0.003	-0.03	-0.062
Si	0.089	0.001	0.004
Si	-0.039	-0.069	-0.083
Si	-0.067	-0.039	-0.11
Si	0.016	-0.039	-0.035
Si	-0.003	-0.005	-0.073
Si	-0.117	-0.002	-0.031
Si	0.015	-0.01	-0.024
Si	-0.006	0.005	-0.019
Si	0	0	0.019
Si	0.001	-0.024	0.016
Si	0.062	0.007	-0.02
Si	0.018	0.019	-0.066
Si	0.004	0.006	-0.057
Si	-0.003	0.037	0.016
Si	0.032	0.005	0.002
Si	0.057	0.022	-0.059
Si	-0.047	-0.109	-0.037
Si	0.035	-0.001	-0.005
Si	-0.077	-0.132	-0.072
Si	-0.113	-0.133	-0.022
Si	0.066	0.098	0.038
Si	0.077	0.066	-0.04
Si	0.023	0.024	-0.031
Si	0.016	0.022	-0.062
Si	-0.024	0.006	-0.047
Si	-0.019	-0.048	0.027
Si	0.004	-0.074	0.042
Si	0.003	-0.013	0.079
Si	0.037	-0.053	-0.011
Si	0.052	0.063	-0.001
Si	0.026	0.025	-0.042
Si	0.098	0.111	-0.002
Si	-0.087	-0.02	-0.038
Si	-0.056	0.036	-0.045
Si	0.039	-0.018	-0.02
Si	-0.007	-0.057	-0.094
Si	-0.056	-0.04	-0.028
Si	0.019	-0.095	-0.012
Si	0.006	0.019	-0.044
Si	0.025	0.078	-0.01
Si	-0.012	-0.022	-0.01
